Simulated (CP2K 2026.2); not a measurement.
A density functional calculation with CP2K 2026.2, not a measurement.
Periodic cell of 2016 atoms, Si1440O576, from a study of silicon, its oxide and their interface. The atomic structure is a simulated model.
Doubt: the forces sum to 4.35 eV/angstrom along one axis rather than to zero, so they err by at least 0.0022 eV/angstrom per atom on average; the grid cutoff is modest.

Settings
functional: PBE
method: Gaussian and plane waves
basis set: DZVP-MOLOPT-SR-GTH
pseudopotentials: GTH-PBE
grid cutoff: 300 Ry, relative cutoff 40 Ry
k points: Gamma only
occupations: fixed
spin: none
net charge: 0

Cell vectors (angstrom)
a 65.28 0 0
b 0 16.32 0
c 2.3562 -1.8512 33.4273

Atoms and the computed forces on them: element, x, y, z (angstrom), force x, y, z (eV/angstrom)
Si 1.21 -1.264 0.455 0.018 0.06 0.524
Si 4.243 1.145 0.102 -0.125 0.089 0.801
Si 1.094 4.291 0.009 0.105 -0.195 0.783
Si 3.718 7.103 0.28 0.141 -0.249 0.793
Si 1.543 -6.962 0.357 -0.191 0.158 0.807
Si 3.336 -3.507 0.042 0.247 -0.049 0.753
Si 6.47 -1.025 0.011 0.046 -0.144 0.696
Si 9.09 1.639 0.111 0.216 -0.019 0.671
Si 6.905 3.842 0.064 -0.096 0.176 0.712
Si 9.147 7.055 -0.017 0.344 -0.349 0.672
Si 6.705 9.121 0.016 -0.188 0.519 0.597
Si 9.839 -4.312 -0.205 -0.441 0.225 0.693
Si 12.39 -1.579 -0.007 -0.129 0.182 0.606
Si 14.678 1.771 0.165 0.461 -0.534 0.246
Si 12.509 4.015 0.306 -0.491 0.47 0.348
Si 15.352 6.607 -0.006 -0.257 0.167 0.706
Si 11.968 -6.655 0.075 0.145 -0.148 0.685
Si 14.531 -3.794 0.257 -0.033 -0.063 0.707
Si 17.473 -1.928 0.018 0.239 0.259 0.659
Si 20.562 1.009 0.007 -0.173 0.041 0.745
Si 17.449 4.241 0.061 0.238 -0.118 0.639
Si 20.066 7.098 0.103 0.135 -0.107 0.82
Si 17.999 -6.929 0.085 -0.163 0.102 0.729
Si 20.859 -4.63 -0.349 -0.193 0.333 0.67
Si 22.893 -1.098 -0.151 0.237 -0.196 0.734
Si 25.484 1.759 -0.074 0.306 -0.238 0.725
Si 23.215 3.904 0.175 -0.166 0.144 0.819
Si 25.292 7.478 -0.068 0.088 -0.287 0.724
Si 23.044 -6.754 0.334 -0.048 0.057 0.562
Si 25.987 -4.211 -0.021 -0.164 0.167 0.729
Si 28.556 -1.434 0.039 0.312 -0.098 0.636
Si 31.08 1.811 -0.184 0.101 -0.282 0.678
Si 28.842 4.103 -0.228 -0.201 0.159 0.629
Si 31.304 7.318 -0.382 -0.076 -0.004 0.726
Si 28.073 -6.529 -0.025 0.282 -0.066 0.681
Si 31.685 -4.183 0.348 -0.371 -0.008 0.693
Si 33.982 -1.508 0.277 0.172 0.093 0.637
Si 36.598 1.612 0.188 0.068 -0.104 0.736
Si 34.331 3.786 0.048 -0.124 0.247 0.73
Si 37.124 6.57 0.122 -0.167 0.065 0.688
Si 33.952 -6.405 0.148 0.231 -0.303 0.69
Si 37.196 -4.316 -0.005 -0.259 0.255 0.758
Si 40.19 -1.888 0.006 -0.107 -0.005 0.664
Si -22.465 0.703 0.019 -0.043 0.169 0.758
Si 39.428 4.439 0.253 -0.039 -0.16 0.6
Si -22.836 6.715 0.081 -0.218 0.156 0.719
Si 39.262 -6.633 0.261 0.157 -0.008 0.788
Si -22.947 12.128 0.324 -0.022 0.002 0.421
Si -20.268 -1.47 0.391 0.014 -0.016 0.503
Si -17.368 0.9 -0.106 -0.235 0.307 0.731
Si -20.635 4.402 0.06 0.144 -0.23 0.695
Si -17.484 6.576 0.074 -0.16 0.103 0.734
Si -20.752 9.834 -0.119 0.159 -0.05 0.564
Si -18.105 12.671 -0.032 0.119 -0.048 0.733
Si -15.023 -1.163 0.188 0.007 -0.209 0.732
Si -11.877 0.939 0.01 -0.251 0.335 0.684
Si -15.285 4.314 0.05 0.082 -0.153 0.705
Si -12.525 6.866 0 0.244 -0.145 0.737
Si -14.688 9.159 0.011 -0.166 0.177 0.763
Si -12.009 11.849 0.006 -0.142 0.154 0.759
Si -9.712 -1.42 0.117 0.24 -0.167 0.671
Si -7.154 1.364 -0.02 0.503 -0.264 0.594
Si -9.162 3.889 0.009 -0.399 0.26 0.63
Si -6.268 6.48 0.119 -0.158 0.041 0.696
Si -9.836 -6.749 0.013 0.162 -0.035 0.682
Si -6.545 -4.53 -0.12 -0.118 0.103 0.708
Si -3.917 -1.834 0.149 -0.037 0.234 0.71
Si -0.974 0.888 0.011 -0.154 0.098 0.76
Si -4.24 4.07 0.063 0.173 -0.096 0.661
Si -0.995 6.632 0.067 -0.271 0.028 0.729
Si -4.128 -6.604 -0.179 0.17 -0.189 0.681
Si -1.519 -3.807 0.166 0.096 -0.199 0.732
Si 2.72 0.086 1.546 0.016 0.025 -0.041
Si 5.376 2.712 1.422 0.004 -0.018 -0.087
Si 2.626 5.401 1.415 -0.007 -0.01 -0.067
Si 5.305 8.176 1.603 -0.024 0.008 -0.028
Si 2.621 -5.263 1.505 0.033 0.006 -0.053
Si 5.23 -2.62 1.223 -0.006 -0.031 -0.088
Si 8.013 0.049 1.428 -0.022 -0.001 -0.046
Si 10.722 2.824 1.334 0.044 -0.044 -0.08
Si 8.066 5.448 1.331 -0.008 -0.031 -0.086
Si 10.771 -8.191 1.33 -0.017 0.002 -0.089
Si 7.972 -5.359 0.989 0.026 -0.018 -0.058
Si 10.805 -2.735 1.289 0.012 -0.024 -0.034
Si 13.557 -0.011 1.279 0.007 0.075 -0.011
Si 16.391 2.706 1.426 -0.016 0.031 -0.018
Si 13.658 5.687 1.396 0.054 0.004 -0.066
Si 16.372 -8.094 1.328 0.01 -0.008 -0.043
Si 13.447 -5.459 1.428 -0.016 0.024 -0.06
Si 16.076 -2.721 1.637 -0.019 -0.018 0.004
Si 18.957 -0.297 1.163 -0.047 -0.027 -0.082
Si 21.66 2.631 1.374 0.002 -0.034 -0.046
Si 18.979 5.459 1.362 -0.014 0.034 -0.044
Si 21.629 -8.149 1.502 -0.02 0.015 -0.053
Si 19.209 -5.396 1.298 0.007 0.047 -0.005
Si 21.763 -2.81 1.039 -0.017 -0.011 -0.068
Si 24.452 0.058 1.223 0.021 0.021 -0.058
Si 27.228 2.876 1.088 0.014 0.005 -0.006
Si 24.425 5.615 1.217 0.025 -0.016 -0.023
Si 26.965 -7.988 1.411 0.004 -0.044 -0.044
Si 24.492 -5.328 1.439 0.026 0.005 -0.062
Si 27.205 -2.764 1.375 -0.021 -0.008 -0.046
Si 30.021 0.063 1.14 0.053 0 -0.02
Si 32.654 2.765 1.295 -0.019 0.003 0.022
Si 29.928 5.787 1.042 0.042 -0.042 -0.07
Si 32.764 -8.101 1.238 -0.001 0.027 -0.073
Si 29.882 -5.458 1.176 -0.025 0.008 -0.022
Si 32.706 -2.691 1.778 -0.028 -0.04 0.006
Si 35.468 -0.06 1.388 -0.031 0.034 -0.022
Si 38.246 2.742 1.405 -0.02 0.008 -0.039
Si 35.484 5.4 1.326 0.005 -0.012 -0.061
Si 38.118 -8.174 1.542 0.001 -0.01 -0.058
Si 35.559 -5.321 1.406 0.029 0.043 -0.047
Si 38.364 -2.758 1.284 -0.009 0.031 -0.074
Si -24.163 -0.209 1.374 -0.021 0.034 -0.083
Si -21.623 2.602 1.225 -0.034 0.009 -0.066
Si -24.352 5.595 1.526 0.044 0.02 0.001
Si -21.675 8.242 1.389 -0.01 0.003 -0.062
Si -24.406 10.8 1.542 -0.029 -0.001 -0.062
Si -21.643 -2.825 1.659 0.019 -0.005 -0.019
Si -18.859 -0.029 1.486 0.038 0.01 -0.048
Si -16.382 2.634 1.239 0.015 -0.036 -0.039
Si -19.039 5.449 1.414 -0.002 0.005 -0.046
Si -16.284 8.105 1.36 -0.004 0 -0.068
Si -19.081 10.914 1.216 0.016 -0.018 -0.071
Si -16.333 -2.75 1.31 -0.007 -0.009 -0.075
Si -13.509 0.017 1.453 0.03 0.006 -0.027
Si -10.832 2.687 1.225 -0.02 0.001 -0.064
Si -13.657 5.365 1.369 0 -0.015 -0.057
Si -10.933 8.011 1.341 -0.033 0.004 -0.058
Si -13.59 10.755 1.333 -0.002 -0.002 -0.059
Si -10.893 -2.929 1.395 -0.014 -0.015 -0.017
Si -8.173 -0.185 1.385 -0.006 -0.009 -0.049
Si -5.485 2.532 1.299 -0.004 0.009 -0.042
Si -8.025 5.435 1.333 0.012 0.023 -0.045
Si -5.189 8.133 1.321 -0.011 0.057 -0.023
Si -8.129 -5.638 1.239 -0.022 0.002 -0.045
Si -5.487 -2.982 1.387 -0.028 -0.035 -0.05
Si -2.72 -0.125 1.298 0.011 -0.007 -0.077
Si 0.01 2.631 1.31 -0.01 0.011 -0.052
Si -2.646 5.375 1.26 0.025 -0.021 -0.031
Si 0.017 8.101 1.574 -0.021 -0.032 -0.064
Si -2.685 -5.48 1.332 -0.027 -0.004 -0.065
Si -0.115 -2.702 1.661 -0.024 -0.018 -0.046
Si 1.353 1.448 2.827 -0.012 0.002 0.007
Si 4.026 4.085 2.756 -0.001 -0.007 0.01
Si 1.369 6.749 2.884 0.021 0.007 0.045
Si 4.022 9.675 2.838 -0.038 -0.018 0.031
Si 1.252 -4.077 2.941 0.001 -0.003 0.015
Si 4.037 -1.347 2.816 0.002 -0.001 0.036
Si 6.714 1.389 2.831 -0.013 0.004 0.043
Si 9.444 4.161 2.747 -0.051 -0.001 0.013
Si 6.733 6.771 2.786 0.027 -0.015 0.005
Si 9.346 -6.72 2.545 -0.02 0.022 0.036
Si 6.679 -4.03 2.503 0 -0.011 -0.007
Si 9.439 -1.361 2.65 0.036 0.035 0.001
Si 12.129 1.371 2.622 0.042 0.024 0.009
Si 14.952 4.14 2.726 -0.028 -0.022 -0.009
Si 12.185 6.895 2.735 0.002 0.009 0.005
Si 14.925 -6.792 2.675 0.029 0.004 -0.001
Si 12.112 -4.057 2.757 -0.021 0.006 0.028
Si 14.825 -1.234 2.846 -0.067 0.006 -0.002
Si 17.716 1.21 2.612 0.035 -0.043 0.006
Si 20.342 4.065 2.681 0.011 0.005 -0.002
Si 17.647 6.832 2.753 -0.009 -0.006 0.032
Si 20.365 -6.729 2.83 0.008 -0.009 0.028
Si 17.682 -4.118 2.673 0.044 -0.011 0.012
Si 20.385 -1.524 2.553 0.025 0.002 0.023
Si 23.097 1.33 2.687 0.018 -0.009 0.046
Si 25.868 4.217 2.52 -0.003 -0.021 0.022
Si 23.064 6.801 2.725 -0.01 -0.001 0.03
Si 25.756 -6.679 2.858 -0.012 0.006 0.04
Si 23.08 -3.959 2.649 -0.025 0.028 0.016
Si 25.824 -1.299 2.597 -0.037 0.004 0.019
Si 28.558 1.427 2.474 0.002 0.018 0.004
Si 31.283 4.291 2.498 -0.026 0.045 -0.017
Si 28.488 6.905 2.554 -0.009 0.002 -0.026
Si 31.291 -6.793 2.583 0.019 0.002 0.029
Si 28.59 -4.124 2.673 0.009 -0.013 0.031
Si 31.237 -1.216 2.757 -0.048 0.015 0.01
Si 34.001 1.331 2.668 0.033 0.018 0.026
Si 36.829 4.07 2.762 -0.02 -0.02 0.009
Si 34.074 6.8 2.61 -0.002 -0.013 0.012
Si 36.742 -6.788 2.809 0 0.024 0.03
Si 34.193 -4.074 2.877 0.009 -0.032 0.051
Si 36.927 -1.396 2.656 -0.02 -0.061 0.008
Si -25.636 1.265 2.618 0.013 -0.011 0
Si -23.007 3.996 2.651 0.042 0.031 0.045
Si -25.743 6.857 2.891 -0.01 0.003 0.027
Si -23.045 9.448 2.852 -0.017 -0.014 0.001
Si -25.752 12.217 2.823 0.014 0.015 0.048
Si -22.99 -1.438 2.94 -0.012 -0.016 0.027
Si -20.267 1.379 2.736 -0.017 0 0.011
Si -17.686 3.994 2.692 0.004 -0.003 0.016
Si -20.324 6.861 2.752 0.01 -0.011 0.032
Si -17.672 9.537 2.6 -0.032 0.007 0.01
Si -20.268 12.108 2.866 0.021 -0.004 0.035
Si -17.544 -1.414 2.823 -0.015 -0.018 0.033
Si -14.928 1.399 2.703 -0.048 -0.003 0.005
Si -12.216 4.001 2.637 0.017 -0.023 0.009
Si -14.945 6.756 2.763 0.005 0.005 0.025
Si -12.237 9.41 2.734 0.006 -0.013 0.03
Si -14.964 12.164 2.639 0.027 0.027 0.011
Si -12.214 -1.479 2.736 0.016 0.022 0.01
Si -9.509 1.299 2.678 0.002 0.022 0.046
Si -6.771 3.972 2.7 0.001 -0.018 0.036
Si -9.471 6.731 2.668 0.011 0.003 -0.001
Si -6.74 -6.942 2.643 0.009 0.01 0.019
Si -9.428 12.091 2.684 0.013 -0.013 0.004
Si -6.766 -1.502 2.707 -0.008 -0.01 0.011
Si -4.061 1.262 2.657 0.001 0.013 0.011
Si -1.357 4.001 2.68 0.001 0.008 0.01
Si -3.936 6.741 2.714 0.013 -0.028 0.015
Si -1.403 -6.832 2.782 -0.004 0.014 -0.009
Si -4.08 -4.221 2.781 0.034 0.024 0.03
Si -1.481 -1.332 2.895 -0.012 0.011 0.058
Si -0.031 0.039 4.149 -0.007 0 -0.031
Si 2.701 2.767 4.183 0.008 -0.006 0.011
Si -0.034 5.361 4.135 -0.011 -0.018 -0.023
Si 2.701 8.206 4.16 0.008 0 -0.033
Si -0.084 -5.489 4.203 -0.015 -0.001 0.013
Si 2.674 -2.69 4.188 0.033 0 -0.024
Si 5.385 0.008 4.176 -0.013 0.011 -0.005
Si 8.11 2.771 4.118 -0.009 -0.001 -0.011
Si 5.383 5.428 4.135 0.012 -0.009 0.02
Si 8.108 -8.104 4.032 0.024 0.016 -0.011
Si 5.455 -5.334 4.09 0.012 0.018 0.008
Si 8.05 -2.721 3.97 -0.028 -0.01 0.013
Si 10.809 0.006 4.021 -0.003 -0.002 -0.012
Si 13.525 2.741 4.003 0.002 -0.005 0.027
Si 10.848 5.49 4.078 0.008 -0.017 0.012
Si 13.555 -8.097 4.08 -0.002 0.015 0.023
Si 10.72 -5.436 4.031 0 -0.011 -0.024
Si 13.487 -2.688 4.106 0.007 -0.039 0.015
Si 16.293 0.058 4.099 0.012 0.016 0.011
Si 18.993 2.666 4 0.001 -0.013 -0.004
Si 16.285 5.473 4.107 0.025 0.036 -0.019
Si 18.992 -8.127 4.116 -0.023 -0.028 0.019
Si 16.305 -5.458 4.041 0.013 -0.003 0.008
Si 19.016 -2.742 4.033 -0.002 0.004 -0.008
Si 21.71 -0.075 3.959 -0.005 -0.016 -0.002
Si 24.494 2.794 3.916 0.003 0.006 -0.028
Si 21.717 5.417 4.05 -0.009 0.001 0
Si 24.397 -8.127 4.091 0.008 0.011 -0.011
Si 21.775 -5.352 4.075 -0.006 -0.003 -0.023
Si 24.46 -2.625 4.001 0.022 -0.012 0.007
Si 27.213 0.078 3.913 0.015 0.022 0.013
Si 29.923 2.827 3.846 0.003 -0.024 -0.045
Si 27.203 5.503 3.954 -0.019 0.025 0.033
Si 29.908 -8.123 3.956 0.002 0.013 -0.017
Si 27.226 -5.386 4.11 -0.01 0.013 0.012
Si 29.891 -2.678 4.021 0.024 -0.002 -0.014
Si 32.661 0.056 4.095 0.022 0.012 0.031
Si 35.393 2.698 4.026 0.013 -0.011 -0.002
Si 32.67 5.486 3.97 0.001 -0.015 0.013
Si 35.361 -8.175 4.073 -0.016 -0.01 0.006
Si 32.671 -5.462 4.026 -0.009 0.006 -0.028
Si 35.548 -2.677 4.125 0.048 0.01 0.014
Si -27.046 -0.02 4.03 0.02 -0.004 0.019
Si -24.361 2.664 4.041 -0.013 -0.011 -0.008
Si -27.123 5.429 4.138 -0.027 -0.005 0.005
Si -24.386 8.15 4.245 -0.007 0.015 0.032
Si -27.132 10.862 4.152 0.015 -0.003 -0.013
Si -24.407 -2.775 4.216 0.001 -0.018 -0.003
Si -21.607 -0.001 4.141 0.017 0.003 -0.008
Si -18.967 2.695 4.148 0.012 0.007 0.025
Si -21.672 5.396 4.045 -0.015 -0.008 -0.045
Si -18.949 8.182 4.085 -0.007 0.021 0.001
Si -21.676 10.803 4.195 -0.01 0.01 0.002
Si -18.924 -2.78 4.16 0.012 0.007 -0.013
Si -16.2 -0.017 4.119 -0.008 0.012 -0.007
Si -13.558 2.704 4.076 -0.013 0.015 0.02
Si -16.302 5.359 4.064 0.001 -0.006 0.002
Si -13.578 8.088 4.123 -0.005 0.017 0.008
Si -16.298 10.827 4.036 -0.005 -0.007 -0.005
Si -13.602 -2.813 4.059 -0.015 0 0
Si -10.854 -0.076 4.058 -0.004 0.025 -0.003
Si -8.156 2.649 4.065 0 -0.012 0.008
Si -10.845 5.36 4.013 -0.026 0.005 -0.004
Si -8.123 8.08 4.046 0.011 0.003 0.009
Si -10.829 10.774 4.056 -0.01 -0.003 -0.014
Si -8.144 -2.819 4.077 -0.012 -0.023 -0.002
Si -5.42 -0.09 4.046 0.007 -0.003 -0.004
Si -2.741 2.668 4.049 0.005 0.004 0.002
Si -5.392 5.381 4.023 -0.023 -0.008 -0.012
Si -2.703 8.106 4.154 -0.003 -0.005 0.005
Si -5.461 -5.566 4.098 0.002 -0.016 -0.024
Si -2.8 -2.779 4.17 -0.01 -0.016 -0.013
Si 1.317 -1.32 16.317 0.004 -0.001 0.003
Si 4.061 1.397 16.322 -0.005 0.007 -0.022
Si 1.356 4.119 16.314 0.001 0.01 -0.007
Si 4.111 6.877 16.348 0.011 0.008 -0.017
Si 1.396 -6.748 16.411 0.007 0.025 0.015
Si 4.08 -4.094 16.305 -0.01 0.006 -0.015
Si 6.794 -1.342 16.325 -0.013 -0.005 -0.015
Si 9.567 1.409 16.332 0.025 0.015 -0.001
Si 6.834 4.133 16.372 0.014 0.022 0.006
Si 9.506 -9.541 16.382 0.005 -0.013 0.001
Si 6.798 -6.792 16.392 -0.005 -0.01 0.003
Si 9.524 -4.041 16.359 -0.014 0.016 -0.009
Si 12.235 -1.356 16.363 -0.002 -0.012 -0.001
Si 14.918 1.326 16.265 0.004 -0.015 -0.014
Si 12.162 4.059 16.35 -0.009 -0.015 0.005
Si 14.926 -9.498 16.262 0.005 -0.015 -0.026
Si 12.24 -6.795 16.33 -0.002 -0.014 -0.003
Si 14.981 -4.037 16.312 0.012 0.004 -0.008
Si 17.653 -1.38 16.243 -0.024 -0.01 0.004
Si 20.409 1.357 16.238 -0.013 0.007 -0.025
Si 17.671 4.093 16.216 -0.008 -0.006 -0.034
Si 20.417 -9.45 16.196 -0.002 0.005 -0.018
Si 17.69 -6.742 16.233 0.015 0.008 -0.005
Si 20.409 -4.081 16.235 -0.001 -0.015 0.003
Si 23.151 -1.332 16.288 0.001 0.03 0.001
Si 25.797 1.393 16.232 -0.001 -0.006 0.007
Si 23.147 4.095 16.221 -0.001 0.008 0.005
Si 25.791 -9.526 16.269 -0.011 -0.024 0.003
Si 23.136 -6.79 16.244 0 -0.001 -0.002
Si 25.814 -4.026 16.252 -0.01 -0.002 0.004
Si 28.558 -1.328 16.184 0.006 0.002 -0.008
Si 31.213 1.388 16.197 0.006 -0.021 -0.01
Si 28.505 4.109 16.286 0.013 -0.014 0.004
Si 31.224 -9.478 16.213 -0.016 0.001 -0.011
Si 28.577 -6.762 16.239 0.014 0.012 0.006
Si 31.253 -4.086 16.123 -0.01 -0.014 -0.021
Si 33.976 -1.36 16.096 0 -0.006 -0.023
Si 36.74 1.395 16.179 0.019 0.011 -0.013
Si 34.02 4.079 16.224 0.015 0.004 0.002
Si 36.695 -9.617 16.232 -0.025 -0.012 -0.009
Si 33.983 -6.865 16.204 -0.016 0.02 -0.005
Si 36.693 -4.18 16.103 0.013 -0.014 -0.038
Si -25.781 -1.413 16.198 -0.006 0.01 -0.01
Si -23.096 1.266 16.287 -0.001 0.013 -0.014
Si -25.87 4.009 16.312 0.004 -0.012 0.004
Si -23.113 6.728 16.343 -0.024 0.007 0.007
Si -25.788 9.409 16.237 -0.002 0.027 -0.014
Si -23.026 -4.163 16.306 -0.013 0.01 -0.011
Si -20.362 -1.447 16.38 -0.009 0.015 0.009
Si -17.651 1.28 16.441 -0.012 0.009 -0.004
Si -20.375 3.989 16.388 -0.003 -0.014 0.005
Si -17.649 6.722 16.392 0.008 0.005 0.003
Si -20.352 9.459 16.405 -0.02 0.014 0.01
Si -17.633 -4.121 16.394 0.009 -0.014 -0.002
Si -14.919 -1.396 16.444 0.004 -0.003 0.011
Si -12.222 1.323 16.394 -0.018 -0.015 -0.013
Si -14.942 4.022 16.431 -0.007 -0.007 0.005
Si -12.197 6.727 16.37 -0.009 -0.013 -0.007
Si -14.91 9.484 16.4 0.008 0.003 0.004
Si -12.259 -4.123 16.393 -0.001 -0.004 -0.003
Si -9.51 -1.372 16.371 0.003 -0.005 0.002
Si -6.799 1.379 16.385 0 -0.002 0.006
Si -9.48 4.076 16.416 0.003 -0.014 0.013
Si -6.782 6.826 16.341 0.013 -0.003 0.001
Si -9.468 9.474 16.363 0.025 0.014 0.005
Si -6.759 -4.087 16.382 0.008 -0.006 -0.001
Si -4.055 -1.377 16.401 0.014 0.007 0.005
Si -1.388 1.368 16.313 -0.021 0.008 -0.01
Si -4.043 4.133 16.343 -0.001 0.015 -0.008
Si -1.362 6.804 16.348 0.005 -0.007 -0.011
Si -4.087 9.556 16.367 0.01 -0.003 -0.007
Si -1.359 -4.027 16.367 0.017 -0.017 -0.003
Si 2.642 0.072 17.652 -0.017 -0.01 0.014
Si 5.46 2.738 17.656 -0.012 0.011 -0.012
Si 2.722 5.516 17.632 -0.011 -0.001 -0.005
Si 5.46 8.171 17.804 0.007 -0.017 0.011
Si 2.798 -5.389 17.788 0.009 -0.005 0.01
Si 5.402 -2.72 17.639 0.021 0.007 -0.004
Si 8.188 0.044 17.615 -0.01 -0.015 -0.013
Si 10.868 2.699 17.838 0.018 -0.005 0.016
Si 8.158 5.465 17.834 -0.018 -0.011 0.01
Si 10.902 -8.187 17.693 0.019 0 -0.006
Si 8.144 -5.38 17.711 0.001 -0.002 0.007
Si 10.887 -2.709 17.758 0.009 0.001 0.022
Si 13.606 -0.007 17.725 0.013 0.007 -0.006
Si 16.322 2.68 17.533 0.002 0.017 -0.017
Si 13.552 5.452 17.607 -0.005 0.019 -0.012
Si 16.265 -8.057 17.551 -0.015 0.009 -0.026
Si 13.635 -5.424 17.648 0.01 0 -0.027
Si 16.299 -2.649 17.706 -0.017 0.013 0.037
Si 19.077 -0.075 17.553 0.012 -0.003 -0.022
Si 21.803 2.718 17.552 -0.012 -0.016 0.014
Si 19.027 5.527 17.491 -0.004 -0.004 -0.005
Si 21.777 -8.137 17.615 -0.014 -0.007 -0.008
Si 19.101 -5.458 17.624 0 -0.026 0.021
Si 21.761 -2.717 17.591 -0.005 -0.013 -0.008
Si 24.504 0.051 17.675 -0.006 -0.001 0.018
Si 27.102 2.742 17.632 0.006 0.024 -0.016
Si 24.419 5.445 17.679 -0.027 0 -0.006
Si 27.198 -8.152 17.545 0.005 0.012 -0.013
Si 24.483 -5.428 17.61 0.003 -0.01 -0.003
Si 27.175 -2.614 17.563 0.001 0.026 -0.03
Si 29.86 0.039 17.579 -0.02 0.004 0.032
Si 32.633 2.708 17.51 0.006 0.02 0.01
Si 29.861 5.528 17.603 -0.02 0.005 -0.024
Si 32.591 -8.17 17.599 0.009 0.006 0.009
Si 29.953 -5.375 17.586 0.016 0.011 0.027
Si 32.617 -2.723 17.415 0.024 0.013 -0.007
Si 35.341 0.013 17.398 -0.007 0.007 0.003
Si 38.013 2.686 17.7 -0.026 0.014 0.012
Si 35.343 5.402 17.678 0.021 -0.003 0.024
Si 38.084 -8.277 17.535 0.037 0.001 -0.016
Si 35.35 -5.494 17.516 0.005 -0.009 0.012
Si 38.116 -2.873 17.377 0.008 -0.01 -0.011
Si -24.482 -0.06 17.636 -0.017 -0.014 0.002
Si -21.73 2.551 17.691 0.007 0 0.011
Si -24.513 5.36 17.669 0.002 -0.01 0.003
Si -21.732 8.055 17.731 0.039 -0.009 -0.02
Si -24.356 10.712 17.582 0.009 -0.019 0.012
Si -21.727 -2.804 17.747 0.011 -0.03 0.019
Si -19.005 -0.132 17.79 0.001 -0.002 -0.006
Si -16.323 2.674 17.81 0.011 0.02 0.001
Si -19.031 5.37 17.757 -0.016 -0.009 -0.019
Si -16.276 8.101 17.72 -0.016 -0.01 0.005
Si -19.004 10.868 17.766 -0.004 0.004 0.016
Si -16.296 -2.767 17.793 0.003 0.019 -0.004
Si -13.523 -0.047 17.81 0.014 0.011 0.003
Si -10.882 2.707 17.743 0.009 0.033 -0.035
Si -13.533 5.373 17.767 0.014 -0.009 0.004
Si -10.844 8.105 17.698 -0.001 -0.012 -0.025
Si -13.557 10.816 17.817 0.003 -0.022 0.03
Si -10.904 -2.728 17.702 -0.013 0.033 0.011
Si -8.179 0.017 17.734 0.021 0.014 0.007
Si -5.395 2.78 17.672 0 0.016 -0.002
Si -8.103 5.493 17.739 0.003 -0.003 0.004
Si -5.405 8.149 17.722 0.008 0.001 -0.002
Si -8.067 -5.51 17.716 0.009 -0.017 0.007
Si -5.413 -2.732 17.784 -0.006 -0.024 0.018
Si -2.683 0.006 17.734 0.003 -0.022 0.007
Si -0.049 2.764 17.625 0.011 0.007 -0.008
Si -2.717 5.491 17.766 -0.01 0.018 0.009
Si 0 -8.157 17.681 0 -0.007 -0.01
Si -2.764 -5.342 17.707 -0.039 -0.012 -0.007
Si -0.01 -2.652 17.732 -0.022 0.014 0.011
Si 1.254 1.435 19.009 0.017 -0.025 -0.018
Si 4.106 4.161 18.929 0.002 0.021 -0.018
Si 1.385 6.833 19.046 0.006 -0.015 -0.029
Si 4.158 -6.763 19.202 -0.009 0.03 -0.011
Si 1.424 -3.946 19.062 0.042 0.013 -0.03
Si 4 -1.343 18.916 -0.006 -0.015 -0.038
Si 6.828 1.351 18.984 0.015 -0.009 -0.015
Si 9.451 4.037 19.225 -0.001 0.004 -0.029
Si 6.797 6.833 19.249 0.011 -0.01 -0.018
Si 9.535 -6.785 18.987 0 0 -0.017
Si 6.738 -4.022 19.067 0.004 -0.009 -0.027
Si 9.493 -1.265 19.035 0.002 0.018 -0.02
Si 12.297 1.3 19.182 -0.028 0.028 -0.009
Si 14.923 4.023 18.836 -0.015 -0.015 -0.035
Si 12.267 -9.546 19.081 -0.008 0.027 -0.014
Si 14.966 -6.763 19.043 -0.008 -0.027 0.003
Si 12.336 -4.095 19.055 -0.004 0.016 -0.01
Si 14.927 -1.308 19.184 0.03 -0.023 -0.005
Si 17.693 1.276 18.823 -0.037 -0.014 -0.027
Si 20.457 4.194 18.756 0.018 0.033 -0.046
Si 17.662 -9.394 18.803 0.02 0.018 -0.029
Si 20.471 -6.816 19.042 -0.006 0.031 -0.015
Si 17.746 -4.052 18.912 -0.012 0.003 -0.047
Si 20.409 -1.402 18.991 -0.005 0.016 -0.001
Si 23.046 1.336 19.032 0.006 -0.01 -0.017
Si 25.726 4.051 19.06 0.009 -0.022 -0.008
Si 23.054 -9.493 19.053 0.001 -0.035 -0.006
Si 25.912 -6.783 18.917 0 -0.01 -0.024
Si 23.085 -4.087 18.949 -0.002 -0.023 0.004
Si 25.956 -1.232 19.057 0.024 0.047 -0.02
Si 28.42 1.35 18.977 -0.042 -0.07 -0.035
Si 31.323 4.16 18.813 0.042 0.011 -0.034
Si 28.467 -9.457 19.012 -0.001 -0.041 -0.002
Si 31.344 -6.711 18.971 0.02 0.003 -0.007
Si 28.554 -3.955 18.863 -0.004 -0.012 -0.035
Si 31.333 -1.344 18.788 0.032 -0.007 -0.045
Si 33.989 1.299 18.828 -0.011 -0.04 -0.025
Si 36.635 4.033 19.141 -0.009 -0.008 -0.021
Si 33.912 -9.554 18.99 -0.015 -0.043 -0.024
Si 36.713 -6.917 18.824 -0.005 0.009 -0.025
Si 33.942 -4.079 18.77 -0.012 -0.002 -0.047
Si 36.735 -1.441 18.55 -0.017 0.001 -0.056
Si 39.386 1.257 18.992 -0.009 -0.02 -0.01
Si -23.141 3.925 18.946 0.003 0.015 -0.032
Si 39.334 -9.62 19.005 -0.002 0 -0.008
Si -23.05 9.411 19.106 -0.017 0.013 -0.008
Si 39.454 -4.254 18.731 -0.038 0 -0.052
Si -23.183 -1.452 19.026 0.015 0.002 -0.015
Si -20.426 1.158 19.135 -0.025 -0.01 -0.019
Si -17.744 4.017 19.173 0.014 -0.024 -0.01
Si -20.404 6.696 19.141 -0.024 0.005 -0.016
Si -17.629 9.47 19.065 -0.003 -0.02 -0.011
Si -20.339 -4.095 19.196 -0.005 0.039 -0.004
Si -17.672 -1.479 19.228 -0.018 -0.004 0.004
Si -14.909 1.32 19.131 0.006 -0.003 -0.035
Si -12.187 4.031 19.186 -0.007 0.008 -0.011
Si -14.889 6.764 19.071 -0.014 0.029 -0.021
Si -12.183 9.369 19.132 -0.017 -0.022 -0.048
Si -14.905 -4.082 19.152 0.015 0.006 -0.008
Si -12.11 -1.359 19.222 0.036 0.003 0
Si -9.537 1.386 19.111 -0.034 -0.045 0.007
Si -6.642 4.208 19.053 0.049 0.032 -0.031
Si -9.481 6.839 19.112 0.024 -0.007 0.003
Si -6.656 9.509 19.139 -0.008 0.003 -0.022
Si -9.584 -4.21 18.915 -0.046 -0.021 -0.043
Si -6.841 -1.366 19.066 -0.003 0.007 -0.001
Si -4.089 1.38 19.012 0.019 0.047 -0.033
Si -1.347 4.084 19.054 -0.003 -0.009 -0.038
Si -4.055 6.869 19.169 -0.015 -0.02 -0.027
Si -1.409 -6.763 18.938 -0.007 -0.024 -0.023
Si -4.025 -4.017 19.232 -0.003 0.011 -0.013
Si -1.31 -1.286 19.178 -0.006 -0.013 -0.014
Si 0.042 0.118 20.559 -0.036 -0.015 0.073
Si 2.701 2.815 20.187 -0.011 0.013 0.003
Si 0.056 5.396 20.382 0.012 0.012 0.062
Si 2.717 8.198 20.477 0.017 -0.013 0.045
Si -0.007 -5.391 20.159 0 -0.01 0.017
Si 2.695 -2.51 20.472 -0.038 0.013 0.07
Si 5.421 -0.046 20.196 0.01 -0.016 0.034
Si 7.994 2.64 20.557 0.025 0.045 0.079
Si 5.363 5.372 20.507 0.006 0.009 0.078
Si 8.193 8.331 20.496 -0.015 0.022 0.058
Si 5.489 -5.357 20.601 0.007 -0.019 0.068
Si 8.069 -2.569 20.356 -0.067 0.028 0.034
Si 10.862 -0.056 20.53 0.018 -0.001 0.091
Si 13.766 2.701 20.422 0.001 -0.042 0.048
Si 10.921 5.382 20.494 0.027 -0.003 0.005
Si 13.653 -8.14 20.459 -0.015 -0.041 0.041
Si 10.976 -5.511 20.329 0.023 -0.023 0.012
Si 13.566 -2.761 20.579 0.008 0.019 0.052
Si 16.453 0.074 20.424 -0.015 -0.019 0.044
Si 19.126 2.721 19.903 0.031 -0.015 0
Si 16.29 5.493 19.985 -0.006 0.028 0.016
Si 18.989 -8.171 20.301 0.025 0.003 0.06
Si 16.393 -5.354 20.273 0 0.018 0.092
Si 19.106 -2.794 20.354 0.004 -0.027 0.058
Si 21.716 -0.105 20.432 0.021 0.039 0.066
Si 24.294 2.746 20.462 -0.015 0.029 0.05
Si 21.583 5.484 20.381 -0.005 0.032 0.049
Si 24.542 -8.128 20.281 -0.016 -0.024 0.059
Si 21.811 -5.421 20.459 -0.01 -0.005 0.028
Si 24.533 -2.71 20.161 -0.013 0.014 0.033
Si 27.193 0.137 20.682 -0.024 -0.002 0.027
Si 29.939 2.753 20.004 0.027 -0.026 0.031
Si 27.084 5.425 20.394 -0.003 0.016 0.06
Si 29.891 -8.013 20.278 -0.029 0.034 0.01
Si 27.298 -5.375 20.224 0.019 -0.019 0.028
Si 29.907 -2.533 20.151 -0.031 0.002 0.072
Si 32.741 -0.135 20.205 0.054 -0.018 0.07
Si 35.173 2.586 20.371 0.02 0.033 0.055
Si 32.618 5.356 20.408 0.036 -0.003 0.073
Si 35.259 -8.103 20.229 -0.015 0.023 0.085
Si 32.708 -5.286 20.344 -0.006 -0.007 0.059
Si 35.399 -2.705 19.914 -0.014 0.032 0.047
Si 37.982 -0.288 20.079 0.035 -0.017 0.04
Si 40.74 2.638 20.332 0.011 0.028 0.023
Si 37.978 5.45 20.528 -0.056 -0.025 0.052
Si 40.767 -8.336 20.339 0.017 0.009 0.008
Si 38.166 -5.631 20.099 0.065 -0.028 0.041
Si 40.651 -2.894 20.167 -0.008 0.002 0.075
Si -21.836 -0.224 20.51 0.043 0.023 0.046
Si -19.116 2.545 20.52 0.02 0.007 0.003
Si -21.77 5.177 20.379 0.028 -0.022 0.03
Si -19.051 8.179 20.431 -0.011 0.043 0.034
Si -21.683 10.82 20.522 0.004 0 0.016
Si -19.001 -2.795 20.736 -0.016 -0.039 0.059
Si -16.248 -0.093 20.475 0.025 0.009 0.035
Si -13.558 2.667 20.555 0.002 0.016 0.028
Si -16.27 5.453 20.393 -0.003 0.008 -0.016
Si -13.558 8.027 20.543 0.021 0.013 0.076
Si -16.271 10.814 20.447 -0.01 0.007 0.042
Si -13.477 -2.769 20.546 0.014 -0.006 0.043
Si -10.762 0.07 20.669 -0.041 0.003 0.038
Si -8.141 2.884 20.221 -0.018 0.038 0.015
Si -10.812 5.45 20.491 0.008 -0.032 0.052
Si -8.087 8.202 20.46 -0.016 0.018 0.05
Si -10.767 -5.583 20.403 0.031 -0.004 0.047
Si -8.299 -2.839 20.21 0.008 0.057 0.035
Si -5.554 0.133 20.377 0.011 -0.004 -0.017
Si -2.661 2.668 20.383 -0.002 -0.018 0.091
Si -5.308 5.498 20.613 -0.007 -0.023 0.056
Si -2.689 -8.036 20.466 -0.048 0.022 0.057
Si -5.273 -5.516 20.605 0.051 -0.043 0.032
Si -2.733 -2.52 20.621 0.01 0.036 0.058
Si 1.825 -0.723 21.876 -0.116 -0.21 -0.712
Si 4.06 1.391 21.365 0.014 0.005 -0.523
Si 1.625 4.22 21.691 -0.191 -0.043 -0.665
Si 3.738 6.518 21.769 0.115 0.077 -0.732
Si 1.006 -6.95 21.575 0.282 0.153 -0.754
Si 4.2 -3.733 21.743 -0.042 -0.182 -0.677
Si 6.398 -1.523 21.726 0.316 0.064 -0.781
Si 9.5 1.366 21.845 -0.128 -0.1 -0.795
Si 6.207 3.584 21.858 0.152 0.135 -0.709
Si 9.773 7.061 21.654 -0.033 -0.062 -0.657
Si 7.333 -6.199 21.904 -0.228 -0.219 -0.728
Si 9.548 -4.022 21.373 0.017 0.025 -0.478
Si 11.739 -1.865 21.861 0.163 0.174 -0.769
Si 15.614 1.874 21.717 -0.274 -0.217 -0.635
Si 12.632 4.265 21.725 -0.384 -0.275 -0.701
Si 14.875 -9.842 21.538 0.131 0.359 -0.676
Si 12.021 -7.076 21.814 0.144 0.173 -0.679
Si 15.364 -3.828 21.72 -0.262 -0.102 -0.709
Si 17.594 -1.594 21.647 0.12 0.225 -0.748
Si 20.453 1.619 21.435 0.023 -0.271 -0.687
Si 17.735 4.104 21.075 0.015 0.007 -0.517
Si 19.768 -9.938 21.659 0.225 0.141 -0.634
Si 17.954 -6.499 21.567 -0.041 -0.039 -0.714
Si 20.21 -4.302 21.823 0.225 0.157 -0.687
Si 23.332 -1.418 21.647 -0.345 -0.064 -0.689
Si 25.235 1.131 21.901 0.469 0.248 -0.646
Si 22.592 3.869 21.722 0.344 0.182 -0.775
Si 25.763 -9.467 21.762 0.054 -0.159 -0.759
Si 23.577 -6.482 21.617 -0.313 -0.143 -0.684
Si 25.752 -4.19 21.462 0.129 0.139 -0.645
Si 29.151 -0.874 21.68 -0.35 -0.044 -0.683
Si 31.313 1.369 21.252 0.104 0.05 -0.503
Si 28.85 4.25 21.394 -0.311 -0.163 -0.665
Si 30.979 -9.664 21.483 0.429 0.213 -0.639
Si 28.914 -6.324 21.634 -0.214 -0.369 -0.77
Si 31.054 -4.018 21.486 0.277 0.092 -0.683
Si 34.345 -1.376 21.507 -0.22 -0.001 -0.632
Si 36.41 0.835 21.326 -0.147 0.07 -0.603
Si 33.459 3.547 21.782 0.21 0.157 -0.747
Si 36.458 -9.398 21.729 0.1 -0.314 -0.737
Si 34.532 -6.249 21.535 -0.276 -0.117 -0.697
Si 36.799 -4.091 21.095 0.109 0.06 -0.444
Si 38.939 -1.953 21.463 0.048 0.071 -0.711
Si 42.205 1.395 21.676 -0.098 -0.164 -0.686
Si 39.679 4.245 21.699 -0.211 -0.046 -0.668
Si 41.926 -9.954 21.57 0.002 0.055 -0.698
Si 39.665 -6.7 21.589 -0.401 -0.358 -0.686
Si 41.811 -4.373 21.532 0.373 0.312 -0.711
Si -20.504 -1.474 22.091 -0.034 -0.124 -0.787
Si -17.409 1.485 21.751 -0.356 -0.327 -0.658
Si -20.8 3.542 21.833 0.169 0.188 -0.71
Si -17.669 6.809 21.683 0.266 0.186 -0.64
Si -20.113 9.694 21.921 -0.152 -0.099 -0.705
Si -17.775 -4.488 21.943 0.036 0.242 -0.681
Si -14.695 -1.221 21.828 -0.087 -0.171 -0.722
Si -12.521 1.092 21.996 0.28 0.133 -0.697
Si -15.243 3.825 21.712 0.41 0.268 -0.676
Si -12.16 6.68 21.924 -0.15 0.02 -0.706
Si -14.612 9.764 21.734 -0.154 -0.276 -0.782
Si -12.271 -4.436 21.723 0.082 0.315 -0.693
Si -9.284 -1.411 21.804 -0.191 -0.006 -0.58
Si -6.739 1.773 21.647 -0.182 -0.438 -0.659
Si -9.127 4.39 21.695 -0.22 -0.065 -0.681
Si -6.964 6.684 21.814 0.232 0.083 -0.627
Si -9.096 9.834 21.834 -0.25 -0.313 -0.803
Si -6.987 -4.252 21.487 0.129 -0.014 -0.695
Si -4.034 -0.846 21.842 -0.057 -0.317 -0.668
Si -1.614 1.173 21.887 0.224 0.153 -0.756
Si -4.202 3.702 21.758 0.249 0.506 -0.608
Si -1.088 7.038 21.553 -0.138 -0.219 -0.726
Si -3.505 -6.444 22.083 -0.531 -0.441 -0.55
Si -1.335 -4.143 21.598 0.139 0.328 -0.66
Si -0.21 2.496 -6.251 0.238 -0.068 0.155
Si 6.426 4.687 24.819 -0.029 -0.001 -0.164
Si -1.213 5.834 24.325 0.139 0.052 -0.056
Si 8.809 6.633 24.46 -0.133 -0.093 -0.153
Si 2.844 -4.159 -2.887 -0.127 0.073 0.132
Si 9.625 -1.677 25.985 0.115 0.057 -0.029
Si 12.931 -2.793 -4.459 0.044 0.035 0.049
Si 15.432 -4.87 24.681 0.024 -0.014 -0.119
Si 5.161 7.637 -2.191 0.061 -0.005 0.151
Si 12.656 -6.172 24.797 0.056 -0.094 -0.112
Si 7.808 -1.52 -2.805 -0.042 -0.05 0.034
Si 7.875 -6.704 24.811 -0.105 -0.001 -0.103
Si 17.374 -0.51 -2.58 0.105 0.005 -0.072
Si 1.529 -1.336 24.923 -0.083 -0.046 0.002
Si 13.093 7.543 26.198 -0.004 0.043 -0.016
Si 13.581 -0.912 -6.582 -0.058 -0.063 0.039
Si 10.121 -4.833 25.814 0.018 -0.055 0.076
Si 24.209 1.298 24.725 -0.023 0.149 -0.104
Si 18.9 0.2 23.737 -0.02 0.029 -0.081
Si 20.112 -1.218 -3.921 -0.072 0.038 -0.041
Si 19.293 6.909 24.647 -0.105 -0.013 -0.195
Si 21.3 -6.705 -5.16 -0.012 0.067 0.092
Si 17.39 -4.272 -4.403 -0.027 0.011 0.055
Si 22.2 -3.346 23.982 -0.135 0.009 -0.099
Si 28.331 5.395 -3.122 -0.06 0.009 0.131
Si 27.16 8.139 -2.357 -0.036 0.013 0.097
Si 29.395 3.834 24.269 -0.07 0.036 -0.145
Si 22.365 7.071 -4.365 -0.151 0.048 -0.055
Si 26.632 -3.746 24.362 0.049 0.103 -0.083
Si 18.534 2.21 -2.054 -0.023 0.041 0.155
Si 32.089 -5.796 -6.528 -0.022 -0.106 -0.115
Si -27.604 2.76 23.261 0.157 0.042 -0.062
Si 25.804 -6.321 25.759 0.086 0.037 -0.032
Si 30.298 6.765 24.258 -0.037 0.125 -0.18
Si -30.562 -4.63 -7.094 0.031 0.099 0.008
Si 28.926 -3.665 26.075 -0.082 -0.051 -0.049
Si 32.35 -0.056 -2.011 0.101 0.039 0.047
Si -31.104 -5.713 24.371 0.034 -0.052 -0.002
Si -27.327 -7.635 23.8 0.067 0.059 -0.087
Si -22.572 -2.805 24.029 0.046 0.078 -0.144
Si 27.867 0.399 -4.497 0.097 0.079 -0.109
Si -24.553 5.816 -6.897 -0.112 0.116 0.06
Si -18.864 0.323 24.118 0.049 -0.025 -0.117
Si -24.597 -0.509 23.698 0.089 -0.064 -0.139
Si -29.851 4.759 23.634 -0.038 0.047 0.103
Si -21.435 7.613 23.818 0.058 -0.011 -0.209
Si -27.757 -3.748 -6.313 -0.048 -0.034 -0.133
Si -19.98 -0.905 -4.731 -0.04 0.004 -0.002
Si -17.145 -1.3 26.112 0.07 0.072 -0.019
Si -14.093 5.444 23.931 0.125 0.029 -0.086
Si -19.314 5.308 23.641 -0.007 -0.02 0.065
Si -12.251 3.654 -4.288 -0.119 -0.027 0.154
Si -21.829 -7.462 -5.894 0.081 0.006 -0.035
Si -12.356 -6.516 26.236 -0.045 -0.031 -0.004
Si -16.994 2.459 -6.704 -0.016 -0.063 0.034
Si -12.368 1.68 25.064 -0.01 0.046 -0.086
Si -17.642 -5.714 -6.711 0.029 0.001 -0.092
Si -10.542 -7.919 24.06 0.018 -0.09 -0.019
Si -2.25 7.362 -5.169 0.181 -0.071 0.044
Si -13.284 -3.526 25.679 -0.014 0.128 -0.055
Si -12.939 -1.075 -4.4 -0.009 0.155 0.085
Si -4.057 3.238 24.763 -0.016 -0.161 -0.078
Si -10.871 -2.957 24.082 -0.046 0.097 -0.141
Si -6.291 7.601 24.758 0.017 0.05 -0.082
Si -4.437 -0.812 -2.585 0.088 -0.07 0.041
Si -6.603 -1.758 23.096 0.069 0.099 -0.159
Si -5.503 0.986 26.12 0.065 0.088 -0.183
Si 1.493 6.123 25.788 -0.017 -0.1 0.028
Si -3.955 6.069 25.767 -0.004 -0.077 -0.181
Si 2.847 -3.996 24.57 -0.034 -0.002 -0.174
Si -6.676 -2.943 -6.577 0.086 -0.097 0.041
Si 0.26 -5.127 23.829 -0.065 0.012 -0.106
Si 7.29 2.08 26.24 0.068 0.039 -0.063
Si 4.58 3.031 -4.324 0.14 -0.03 0.034
Si 3.369 -5.673 -6.726 -0.05 -0.01 0.051
Si -0.395 -1.661 -4.853 -0.072 -0.009 0.064
Si 0.137 -5.379 -1.978 -0.005 -0.014 -0.064
Si 3.478 -1.484 -4.608 -0.029 -0.044 0.151
Si 11.42 2.577 23.812 -0.001 -0.033 -0.038
Si 7.819 -0.112 24.06 0.022 0.07 -0.041
Si 1.999 -3.056 -6.441 -0.035 -0.043 -0.048
Si 10.309 -2.844 -3.009 0.113 -0.083 0.121
Si 7.508 -6.829 -4.359 0.107 -0.163 0.038
Si 12.299 1.855 -7.025 0.019 0.013 -0.036
Si 12.164 -0.411 24.598 -0.142 -0.006 -0.007
Si 9.256 4.587 -4.141 0.051 -0.016 -0.013
Si 15.285 6.781 24.53 0.019 -0.1 -0.239
Si 17.143 -7.253 24.423 0.111 0.054 -0.093
Si 6.067 0.258 -4.519 -0.092 -0.016 -0.042
Si 16.966 -4.519 -1.377 0.163 -0.036 0.228
Si 23.043 -6.384 24.552 0.001 0.146 -0.084
Si 17.194 4.646 25.421 0.121 0.042 -0.024
Si 16.289 6.611 -5.452 0.044 0.01 0.131
Si 21.933 7.617 25.692 0.053 -0.029 -0.08
Si 15.714 -1.874 -4.77 -0.104 -0.041 0.051
Si 28.903 -0.996 24.596 -0.051 -0.139 -0.059
Si 23.937 3.913 26.28 -0.123 -0.023 -0.052
Si 23.744 5.638 23.959 -0.083 0.028 -0.146
Si 24.047 -7.614 -5.742 -0.089 -0.019 0.118
Si 26.469 -6.111 -4.635 -0.043 0.008 0.21
Si 26.242 -0.857 25.449 -0.016 -0.023 -0.133
Si -29.291 -1.021 -6.463 -0.059 0.023 -0.104
Si 25.684 6.638 -6.731 0.033 0.011 0.025
Si 31.031 7.778 -5.466 0.17 0.07 -0.094
Si 31.097 -6.966 -2.826 -0.139 -0.063 0.151
Si -32.481 -3.087 23.686 0.118 0.009 -0.118
Si 27.653 -7.931 23.823 -0.03 0.023 0.017
Si 30.116 2.245 -5.851 -0.06 -0.056 0.097
Si 31.108 -0.459 -6.965 -0.122 0.026 -0.045
Si -29.98 -7.883 -4.879 -0.06 -0.069 0.048
Si 28.206 -7.74 -6.326 -0.116 0.035 -0.125
Si -27.053 4.134 -6.336 0.041 -0.019 0.031
Si -21.346 -3.394 -4.306 -0.072 -0.061 0.044
Si -28.212 1.762 -6.989 -0.086 -0.012 -0.045
Si -29.419 6.64 -2.569 0.025 0.006 0.07
Si -27.662 4.309 -3.442 -0.002 -0.052 0.05
Si -24.266 -7.747 -2.028 0.132 0.015 0.18
Si -15.84 -3.108 24.082 0.005 0.006 -0.219
Si -25.038 -3.09 -7.142 -0.154 0.089 -0.058
Si -27.359 2.209 26.18 0.019 -0.063 0.189
Si -23.713 1.196 -2.88 0.015 -0.065 -0.036
Si -22.082 4.207 -7.123 0.145 -0.066 0.061
Si -23.194 6.656 25.982 0.037 -0.004 -0.003
Si -19.014 -7.893 -5.201 -0.126 -0.142 -0.017
Si -15.877 8.067 23.889 -0.087 -0.042 -0.112
Si -22.929 -4.874 -6.318 0.054 0.05 0.034
Si -18.116 0.744 -3.186 0.183 0.037 0.169
Si -14.822 6.807 -4.008 0.145 -0.008 -0.029
Si -20.445 6.598 -7.133 0.175 0.065 -0.016
Si -7.529 4.96 25.965 -0.076 -0.127 -0.137
Si -10.011 -5.099 -4.129 -0.045 0.097 0.098
Si -9.785 0.932 26.148 0.062 -0.129 -0.025
Si -8.168 1.229 -2.799 0.033 -0.014 0.088
Si -8.381 2.767 23.986 0.099 0.081 -0.221
Si -8.288 4.325 -2.804 -0.033 -0.081 0.218
Si -11.321 -1.906 -6.953 0.079 0.057 -0.01
Si -12.426 -8.032 -7.113 0.071 0.048 -0.018
Si -9.345 -4.254 -7.029 -0.006 -0.049 -0.061
Si -7.58 -1.313 25.935 0.005 0.151 0.054
Si -5.595 3.913 -6.233 -0.03 0.088 0.025
Si -8.355 5.018 -5.571 0.199 -0.13 -0.07
Si -1.012 5.149 -6.86 -0.028 0.097 0.036
Si -2.524 -6.169 24.97 -0.117 -0.03 -0.135
Si -7.026 -1.023 -4.267 -0.091 -0.082 0.007
Si -2.971 1.98 -2.036 0.005 -0.002 0.251
Si 2.462 2.505 -2.171 0.067 0 0.172
Si -1.942 -7.658 -2.256 -0.035 0.114 0.167
Si -3.074 -2.666 -4.697 -0.134 0.044 -0.074
Si -4.907 -5.039 -5.595 -0.021 -0.046 -0.101
Si -3.131 2.354 -5.091 -0.192 -0.152 -0.048
Si 11.05 0.507 -1.873 0.097 -0.045 -0.016
Si 16.353 1.746 24.596 -0.049 -0.036 -0.105
Si 8.226 7.933 -6.744 0.044 -0.08 -0.051
Si 9.552 7.382 -3.072 -0.052 -0.065 0.124
Si 8.254 -3.855 -4.629 -0.053 0.084 -0.009
Si 13.147 2.642 -1.962 0.2 0.094 -0.056
Si 6.46 4.982 -2.778 0.023 -0.001 0.128
Si 11.392 2.319 -4.118 -0.032 -0.013 0.075
Si 7.901 4.951 -6.735 0.052 -0.008 -0.052
Si 12.917 -5.792 -5.18 -0.005 0.016 0.088
Si 4.396 -6.664 -4.118 -0.038 -0.06 0.058
Si 14.944 7.535 -3.026 0.063 -0.056 0.035
Si 20.143 0.026 -6.606 0.047 -0.102 -0.078
Si 12.35 -7.546 -2.842 0.042 -0.129 0.129
Si 20.226 3.351 -4.04 0.013 -0.054 0.009
Si 18.893 5.012 -6.357 -0.125 0.033 -0.003
Si 15.802 -6.823 -4.929 -0.056 -0.06 0.192
Si 21.518 5.329 -2.052 -0.124 -0.001 0.096
Si 24.774 -2.356 -2.308 -0.026 0.006 0.198
Si 21.328 0.627 25.494 0.06 0.064 -0.001
Si 26.253 4.166 -5.175 0.059 0.035 -0.056
Si 22.039 0.889 -4.566 -0.04 -0.064 -0.066
Si 20.393 -4.211 -3.531 0.005 -0.07 0.243
Si 25.053 -3.457 -5.152 0.025 -0.068 -0.091
Si 30.54 -2.468 -1.977 -0.119 -0.053 0.165
Si 31.156 4.945 -4.542 -0.093 0.003 -0.136
Si 30.393 1.418 25.734 -0.153 0.074 0.13
Si 30.24 -4.551 -4.286 -0.102 -0.143 0.079
Si 24.906 1.502 -5.009 0.023 -0.047 0.053
Si -28.07 1.23 -2.744 -0.008 -0.023 0.161
Si 26.781 -0.015 -1.902 -0.083 -0.035 0.015
Si -29.996 -3.213 -1.995 0.064 0.003 0.058
Si -32.2 5.465 -2.216 0.041 0.029 0.074
Si -31.245 -5.971 -2.715 0.116 -0.045 0.178
Si 28.955 -2.289 -5.828 0.012 -0.009 0.054
Si -30.851 6.6 -6.978 -0.014 0.068 -0.115
Si -25.787 -0.749 -2.875 0.143 0 0.16
Si -24.864 3.798 -2.526 0.04 -0.018 0.039
Si -26.318 6.616 25.927 0.025 -0.118 0.052
Si -29.234 -3.863 25.79 -0.062 -0.062 -0.077
Si -25.847 -3.368 -4.287 0.098 -0.09 -0.038
Si -30.417 -0.566 -3.679 0 -0.121 0.144
Si -18.526 -3.405 -4.793 -0.043 -0.084 0.104
Si -22.404 3.456 -4.149 -0.047 -0.033 0.156
Si -19.953 4.862 -2.784 -0.009 0.026 0.16
Si -19.382 7.759 -2.187 -0.114 0.136 0.223
Si -23.663 -5.017 -3.417 0.06 -0.07 -0.003
Si -13.777 -2.904 -2.039 0.019 0.052 0.168
Si -15.805 0.063 -5.191 -0.008 -0.079 0.03
Si -11.282 1.132 -2.846 -0.08 -0.054 0.123
Si -24.384 7.869 -4.828 -0.004 -0.049 -0.106
Si -15.249 -6.715 -3.043 0.081 -0.08 0.102
Si -16.593 -4.232 -2.713 0.013 0.039 0.108
Si -17.696 3.494 -4.13 0 0.066 0.028
Si -14.981 4.002 -2.879 0.105 0.045 0.048
Si -14.906 6.417 -7.116 0.049 -0.079 0
Si -11.953 6.465 -3.024 -0.136 0.007 0.177
Si -9.468 -7.924 -2.879 -0.016 -0.005 0.245
Si -12.912 -5.809 -4.921 -0.002 -0.096 -0.1
Si -8.405 -3.095 -2.286 0.04 -0.047 0.145
Si -6.829 6.914 -2.733 0.008 -0.044 0.071
Si -2.638 -0.33 -6.349 -0.06 -0.005 -0.022
Si -5.181 -8.062 -4.964 0.01 0.058 0.031
Si 1.181 0.586 -4.029 -0.074 0.007 -0.056
Si 4.286 6.844 24.731 -0.053 -0.16 -0.036
Si -0.115 2.961 23.96 0.126 -0.084 -0.074
Si 1.317 -1.325 5.518 -0.006 0 0.011
Si 4.037 1.374 5.519 -0.003 -0.005 0.011
Si 1.33 4.082 5.539 0.002 0.027 0.012
Si 4.061 6.829 5.49 0.003 0.014 0.002
Si 1.316 9.503 5.532 0.006 -0.008 0.017
Si 4.074 -4.04 5.495 -0.007 -0.018 0.014
Si 6.774 -1.371 5.449 0.017 -0.002 0.002
Si 9.478 1.369 5.42 0.008 0.005 0.006
Si 6.753 4.096 5.493 -0.006 -0.014 0.023
Si 9.486 6.87 5.412 -0.011 0.002 0.007
Si 6.772 -6.756 5.431 -0.006 -0.01 0.014
Si 9.405 -4.054 5.393 -0.016 -0.002 -0.001
Si 12.139 -1.329 5.443 0.014 0.011 0.005
Si 14.905 1.424 5.409 -0.027 0.038 -0.007
Si 12.193 4.093 5.409 0.026 -0.033 0.014
Si 14.901 6.831 5.435 -0.012 -0.002 0.007
Si 12.157 -6.745 5.4 0 0.006 0.007
Si 14.925 -4.061 5.382 -0.004 0.007 -0.001
Si 17.658 -1.354 5.391 0.01 -0.009 0.004
Si 20.38 1.325 5.341 0.009 -0.008 0.015
Si 17.653 4.061 5.39 -0.002 -0.017 -0.006
Si 20.373 6.805 5.411 0.027 0.019 0.009
Si 17.615 -6.796 5.46 0.012 0 0.003
Si 20.372 -4.053 5.43 -0.004 0.004 -0.006
Si 23.088 -1.33 5.386 -0.017 0.011 0
Si 25.845 1.424 5.293 -0.01 0.005 -0.004
Si 23.121 4.077 5.357 0.017 -0.021 0.012
Si 25.833 6.83 5.357 0.003 -0.016 0.002
Si 23.082 -6.747 5.438 0.004 0.001 0.03
Si 25.823 -3.997 5.375 -0.029 -0.025 0.007
Si 28.521 -1.3 5.337 -0.023 0 -0.005
Si 31.262 1.475 5.32 0 0.027 -0.017
Si 28.563 4.118 5.289 0.006 -0.007 0.007
Si 31.28 6.83 5.324 0.002 -0.005 -0.015
Si 28.59 -6.784 5.39 -0.005 0.004 0.012
Si 31.312 -4.042 5.346 -0.013 -0.017 -0.006
Si 34.072 -1.33 5.398 0.003 -0.009 -0.014
Si -28.486 1.331 5.36 0.001 0.007 0
Si 34.019 4.095 5.345 0.004 0.006 -0.008
Si -28.526 6.798 5.433 0.006 0.016 0.01
Si 33.99 -6.826 5.421 0.004 0.021 -0.001
Si -28.466 12.239 5.502 -0.009 0.006 0.005
Si -25.767 -1.369 5.49 -0.011 0 -0.005
Si -23.014 1.344 5.459 0.004 0.008 -0.003
Si -25.747 4.018 5.422 0 -0.007 -0.005
Si -23.022 6.712 5.483 0.013 -0.019 -0.011
Si -25.77 9.524 5.525 -0.003 0.021 0.028
Si -23.029 12.186 5.531 -0.021 -0.001 0.017
Si -20.284 -1.396 5.493 -0.016 0 0.015
Si -17.594 1.317 5.473 0.004 -0.011 0.011
Si -20.326 4.075 5.466 -0.002 0.007 0.007
Si -17.62 6.763 5.431 0 0.004 -0.004
Si -20.307 9.455 5.519 0.008 -0.004 0.004
Si -17.581 12.173 5.49 0.006 -0.005 -0.002
Si -14.882 -1.418 5.466 -0.009 0 0.003
Si -12.215 1.296 5.419 0.001 -0.018 0.01
Si -14.914 4.049 5.449 -0.004 0.001 0.007
Si -12.188 6.719 5.428 0.012 -0.007 -0.004
Si -14.941 9.473 5.434 -0.01 -0.003 0.012
Si -12.204 12.159 5.406 0.008 -0.008 -0.012
Si -9.497 -1.43 5.427 0.008 0.018 0.002
Si -6.788 1.285 5.408 0.016 0.011 0.004
Si -9.511 4.015 5.419 0.002 -0.011 0.013
Si -6.773 6.721 5.411 0 -0.023 -0.004
Si -9.478 9.438 5.433 0.007 0.003 0.011
Si -6.793 12.158 5.453 0.012 0.011 0.008
Si -4.132 -1.406 5.504 0.007 0.009 0.01
Si -1.396 1.372 5.492 0.007 0.015 0.001
Si -4.077 4.034 5.429 0.018 0.007 0.006
Si -1.355 6.751 5.499 0.021 0.006 0.014
Si -4.103 -6.88 5.488 -0.005 0.011 0.01
Si -1.419 -4.103 5.529 -0.006 0 0.013
Si 2.68 0.023 6.88 -0.001 0.012 -0.009
Si 5.412 2.73 6.858 -0.003 -0.004 0.004
Si 2.696 5.47 6.855 -0.013 -0.009 -0.004
Si 5.427 -8.121 6.818 0.009 -0.01 0.004
Si 2.707 -5.428 6.835 0.003 0.002 -0.007
Si 5.422 -2.691 6.856 0.003 0.004 -0.012
Si 8.132 0.007 6.797 -0.009 -0.01 0
Si 10.839 2.734 6.777 0.017 0.006 0.004
Si 8.133 5.493 6.791 -0.003 0.001 -0.008
Si 10.847 -8.122 6.792 0 0.003 -0.004
Si 8.114 -5.41 6.812 0.005 -0.001 -0.004
Si 10.785 -2.707 6.775 -0.009 -0.005 0.003
Si 13.552 0.029 6.758 0.011 0.008 0.009
Si 16.273 2.757 6.776 -0.018 -0.007 0.019
Si 13.547 5.457 6.779 -0.007 0.001 0.013
Si 16.255 -8.148 6.808 -0.002 -0.002 -0.002
Si 13.546 -5.404 6.754 -0.005 -0.002 -0.01
Si 16.285 -2.706 6.75 0.011 -0.007 -0.001
Si 19.015 0.013 6.744 -0.008 0.012 -0.018
Si 21.747 2.705 6.701 0.001 -0.006 -0.004
Si 19.012 5.428 6.751 0.002 0.001 -0.005
Si 21.722 -8.135 6.765 -0.006 0.003 0.002
Si 19.004 -5.422 6.777 0.003 -0.007 0
Si 21.74 -2.687 6.764 0.005 -0.013 -0.008
Si 24.471 0.065 6.683 -0.006 0 -0.009
Si 27.205 2.762 6.673 0.006 -0.002 -0.007
Si 24.472 5.459 6.713 0.004 0.012 -0.006
Si 27.201 -8.14 6.723 0.009 -0.002 -0.001
Si 24.484 -5.389 6.742 0.008 0.009 -0.005
Si 27.176 -2.645 6.73 -0.008 0.007 -0.003
Si 29.917 0.063 6.668 0.008 0.005 -0.005
Si 32.645 2.764 6.716 0 -0.003 0.008
Si 29.922 5.459 6.677 0.011 -0.007 0.001
Si 32.623 -8.173 6.752 -0.006 0.013 -0.002
Si 29.947 -5.401 6.722 0.006 -0.006 0.001
Si 32.684 -2.705 6.721 0.012 -0.005 0.004
Si -29.855 0.012 6.761 0.01 -0.01 -0.004
Si -27.14 2.676 6.758 -0.01 -0.005 -0.001
Si -29.902 5.423 6.747 -0.005 -0.001 0
Si -27.16 8.138 6.812 0.001 0.012 -0.003
Si -29.9 10.866 6.767 0.007 0.002 -0.002
Si -27.12 -2.726 6.853 0.007 -0.012 0.005
Si -24.386 -0.014 6.82 -0.003 -0.015 -0.003
Si -21.676 2.703 6.827 -0.001 0.005 -0.001
Si -24.406 5.369 6.816 0 -0.003 -0.001
Si -21.667 8.076 6.85 -0.003 -0.006 -0.004
Si -24.4 10.85 6.886 0 0.001 0
Si -21.665 -2.748 6.847 -0.003 0 -0.009
Si -18.938 -0.04 6.851 0.009 -0.005 -0.006
Si -16.247 2.68 6.829 -0.005 0 0.002
Si -18.967 5.419 6.827 -0.004 -0.003 -0.005
Si -16.268 8.107 6.816 0.005 0 -0.004
Si -18.952 10.83 6.857 -0.01 0.009 0.004
Si -16.237 -2.772 6.839 -0.003 0.008 -0.002
Si -13.538 -0.053 6.825 0.002 -0.003 0.003
Si -10.865 2.662 6.793 -0.009 0.01 -0.003
Si -13.554 5.392 6.817 -0.006 0.007 -0.002
Si -10.842 8.087 6.798 0.002 -0.006 -0.001
Si -13.561 10.821 6.795 -0.011 0.003 -0.003
Si -10.866 -2.782 6.788 -0.012 0.01 -0.003
Si -8.148 -0.059 6.792 0.005 -0.01 -0.003
Si -5.446 2.669 6.783 -0.008 -0.008 -0.008
Si -8.149 5.381 6.782 0 0.001 -0.003
Si -5.461 8.087 6.831 0.003 -0.006 -0.004
Si -8.156 10.816 6.818 -0.002 0.004 -0.003
Si -5.479 -2.776 6.844 -0.007 -0.002 -0.002
Si -2.748 -0.023 6.831 -0.004 -0.012 -0.012
Si -0.035 2.715 6.874 0.001 -0.001 -0.007
Si -2.74 5.397 6.828 -0.003 0.006 -0.008
Si -0.02 8.124 6.874 0.004 -0.013 -0.001
Si -2.77 -5.484 6.857 -0.005 0.005 -0.001
Si -0.034 -2.723 6.851 0.003 -0.004 -0.008
Si 1.327 1.372 8.238 -0.004 -0.013 0.009
Si 4.056 4.1 8.203 0.008 -0.003 -0.01
Si 1.348 6.803 8.237 0.01 0.015 0.012
Si 4.065 -6.783 8.196 -0.011 -0.012 -0.003
Si 1.346 -4.072 8.198 0.008 0.005 -0.008
Si 4.062 -1.335 8.213 -0.001 0.005 -0.003
Si 6.782 1.361 8.183 -0.006 -0.001 -0.001
Si 9.489 4.109 8.14 -0.011 -0.01 -0.008
Si 6.784 6.835 8.175 0.009 0.021 -0.005
Si 9.492 -6.765 8.159 0.004 0.013 -0.001
Si 6.773 -4.063 8.201 -0.009 -0.003 0
Si 9.474 -1.347 8.171 0.001 0.002 0
Si 12.204 1.381 8.14 0.001 0.006 0.002
Si 14.92 4.111 8.141 0.005 0.002 0.002
Si 12.197 6.821 8.146 0.008 -0.002 -0.01
Si 14.892 -6.773 8.137 -0.003 -0.014 -0.001
Si 12.185 -4.051 8.122 0.015 0.009 -0.001
Si 14.922 -1.337 8.108 -0.003 -0.007 -0.004
Si 17.645 1.376 8.103 0.011 0.002 -0.012
Si 20.39 4.071 8.085 0.003 0.001 -0.002
Si 17.645 6.795 8.119 -0.013 -0.007 -0.005
Si 20.364 -6.785 8.128 -0.012 -0.018 0.004
Si 17.64 -4.057 8.123 0.003 0.003 -0.004
Si 20.376 -1.331 8.113 0 0.006 0.003
Si 23.109 1.382 8.079 0.004 -0.002 0.003
Si 25.841 4.102 8.06 -0.005 -0.002 0.009
Si 23.111 6.818 8.084 0.008 0.01 -0.004
Si 25.843 -6.769 8.078 0 0.019 0.001
Si 23.106 -4.053 8.103 -0.006 -0.007 0.002
Si 25.806 -1.3 8.074 0.003 -0.005 0.002
Si 28.552 1.397 8.049 -0.008 -0.003 -0.004
Si 31.277 4.113 8.065 0.011 0.004 -0.006
Si 28.562 6.809 8.06 -0.004 -0.004 -0.005
Si 31.28 -6.783 8.092 0.006 0.006 0.001
Si 28.554 -4.037 8.056 -0.003 -0.005 -0.012
Si 31.288 -1.317 8.032 0.009 0.01 -0.011
Si -31.262 1.382 8.069 0.01 0.004 -0.011
Si -28.524 4.052 8.091 0.001 0.007 -0.008
Si -31.275 6.786 8.095 -0.012 -0.008 -0.003
Si -28.532 9.511 8.138 -0.004 0.001 -0.009
Si -31.261 -4.078 8.104 -0.012 -0.007 0.007
Si -28.522 -1.363 8.148 -0.003 -0.01 -0.006
Si -25.781 1.333 8.15 -0.003 0 -0.01
Si -23.045 4.034 8.194 -0.002 -0.005 -0.003
Si -25.784 6.755 8.141 -0.018 -0.006 -0.003
Si -23.037 9.45 8.193 -0.014 0.008 -0.008
Si -25.766 -4.094 8.207 0.017 0.014 0.003
Si -23.037 -1.385 8.186 0.001 -0.006 0
Si -20.317 1.329 8.184 -0.008 -0.002 -0.009
Si -17.613 4.042 8.186 0.009 0.015 -0.005
Si -20.316 6.742 8.224 -0.01 0.001 -0.001
Si -17.606 9.459 8.209 -0.007 -0.014 -0.001
Si -20.317 -4.124 8.201 0.005 0.008 0.002
Si -17.596 -1.415 8.204 -0.003 -0.004 0.003
Si -14.901 1.308 8.188 -0.011 -0.006 -0.004
Si -12.208 4.021 8.178 -0.006 -0.012 -0.005
Si -14.908 6.754 8.185 0.005 0.011 0
Si -12.208 9.456 8.161 0.002 0.002 -0.009
Si -14.885 -4.136 8.193 0.01 0.009 -0.006
Si -12.192 -1.418 8.185 0.008 0.006 0.001
Si -9.504 1.308 8.16 0.002 -0.002 -0.006
Si -6.799 4.029 8.158 -0.001 -0.003 0
Si -9.492 6.741 8.171 0.003 0.002 -0.007
Si -6.802 9.469 8.191 0.002 -0.004 0.001
Si -9.515 -4.131 8.172 0.013 -0.005 -0.006
Si -6.822 -1.401 8.194 0 -0.003 -0.003
Si -4.102 1.338 8.186 0.011 0.009 -0.001
Si -1.384 4.077 8.222 0.012 0.009 0.006
Si -4.091 6.756 8.197 0 -0.012 0.003
Si -1.385 -6.822 8.207 -0.005 -0.008 -0.004
Si -4.11 -4.111 8.212 0 -0.002 0
Si -1.389 -1.367 8.207 0.008 0.008 0.004
Si -0.031 -0.006 9.571 -0.001 -0.005 0
Si 2.705 2.741 9.573 -0.01 0.019 -0.006
Si -0.018 5.441 9.578 0.004 0.002 -0.001
Si 2.713 -8.14 9.566 -0.003 -0.005 0.004
Si -0.016 -5.443 9.548 0.004 -0.009 -0.008
Si 2.703 -2.708 9.558 0.01 0 0.003
Si 5.429 0.019 9.567 0 0.001 -0.001
Si 8.141 2.745 9.518 -0.004 -0.004 -0.003
Si 5.427 5.467 9.539 -0.01 -0.009 -0.007
Si 8.143 -8.127 9.529 0.001 -0.008 0.003
Si 5.42 -5.423 9.558 -0.002 0.001 0
Si 8.134 -2.7 9.555 0 0.003 0.003
Si 10.851 0.018 9.508 0.006 -0.009 0.002
Si 13.567 2.74 9.496 0.007 0.009 0.005
Si 10.845 5.461 9.511 0.008 0.004 -0.002
Si 13.553 -8.139 9.51 -0.002 0.001 0.005
Si 10.856 -5.411 9.518 0.001 -0.014 0
Si 13.558 -2.693 9.474 -0.005 0.002 0.001
Si 16.29 0.019 9.469 0.011 0.014 0
Si 19.014 2.732 9.46 -0.008 -0.007 -0.002
Si 16.284 5.461 9.501 -0.005 -0.001 0.007
Si 19.004 -8.156 9.471 0 0.007 -0.005
Si 16.275 -5.418 9.478 -0.003 0.008 0.002
Si 19.012 -2.693 9.466 0.002 0 0.001
Si 21.748 0.028 9.454 0 0 -0.002
Si 24.472 2.749 9.424 -0.005 -0.005 0.002
Si 21.746 5.45 9.438 0.006 -0.002 -0.003
Si 24.474 -8.132 9.433 0.008 -0.005 0.001
Si 21.747 -5.418 9.459 0.004 0.008 -0.001
Si 24.463 -2.68 9.442 -0.016 0.001 -0.004
Si 27.187 0.044 9.417 -0.014 0.005 0.001
Si 29.915 2.747 9.414 0.015 0.009 0
Si 27.197 5.461 9.426 0.019 0.003 -0.002
Si 29.908 -8.148 9.431 0 0.001 -0.001
Si 27.202 -5.405 9.428 -0.005 -0.012 0.003
Si 29.921 -2.676 9.403 -0.005 -0.003 -0.006
Si -32.631 0.017 9.42 0.007 -0.007 0.005
Si -29.901 2.713 9.451 -0.007 -0.002 0.005
Si -32.646 5.444 9.448 -0.005 -0.007 0.011
Si -29.906 8.138 9.456 0.007 0.013 -0.001
Si -32.632 -5.437 9.449 0.01 -0.004 0.013
Si -29.895 -2.733 9.477 0.008 0.002 0.008
Si -27.149 -0.023 9.504 -0.001 -0.013 0.002
Si -24.418 2.671 9.524 -0.004 0.006 0.005
Si -27.162 5.394 9.471 -0.005 -0.007 0.004
Si -24.422 8.096 9.525 0.016 -0.005 -0.005
Si -27.157 -5.471 9.511 -0.001 0.01 -0.003
Si -24.395 -2.745 9.547 -0.011 -0.003 0.005
Si -21.674 -0.034 9.545 -0.007 0.003 0.003
Si -18.971 2.684 9.558 -0.001 -0.003 -0.004
Si -21.689 5.382 9.564 0.002 0.001 0.008
Si -18.961 8.104 9.576 -0.009 0 0.001
Si -21.677 -5.502 9.546 0 -0.007 -0.006
Si -18.96 -2.77 9.56 -0.001 0.006 -0.001
Si -16.254 -0.045 9.562 0.004 -0.006 0.002
Si -13.558 2.671 9.558 0.001 0.001 0.001
Si -16.262 5.395 9.559 0.002 -0.001 0.003
Si -13.558 8.112 9.551 -0.006 0.001 0.001
Si -16.246 -5.493 9.561 0.005 0.005 -0.003
Si -13.549 -2.767 9.562 -0.002 0 0.005
Si -10.848 -0.046 9.548 0.004 -0.007 0.001
Si -8.158 2.676 9.53 -0.006 -0.004 -0.008
Si -10.856 5.391 9.54 0.009 -0.001 -0.002
Si -8.159 8.115 9.549 -0.003 0.003 -0.002
Si -10.869 -5.491 9.538 -0.009 0.003 -0.006
Si -8.175 -2.76 9.553 -0.005 0.017 0.004
Si -5.459 -0.027 9.544 -0.007 -0.008 -0.005
Si -2.749 2.706 9.558 0.003 -0.001 -0.006
Si -5.455 5.395 9.542 0 -0.001 -0.002
Si -2.739 8.136 9.559 -0.003 0.007 -0.002
Si -5.458 -5.475 9.565 0.004 0.01 -0.001
Si -2.746 -2.735 9.558 -0.002 -0.006 -0.006
Si 1.344 -1.354 10.92 -0.003 0.003 0.001
Si 4.075 1.384 10.925 0.009 -0.008 0.003
Si 1.355 4.101 10.934 -0.006 -0.006 0.008
Si 4.077 -9.501 10.913 0.001 0.008 0.001
Si 1.347 -6.783 10.919 0.013 0.002 0.001
Si 4.067 -4.06 10.917 -0.009 -0.005 0
Si 6.785 -1.341 10.927 -0.01 -0.007 0.008
Si 9.497 1.379 10.875 0.004 0.013 -0.007
Si 6.786 4.102 10.89 -0.003 0.004 -0.006
Si 9.499 -9.494 10.881 -0.011 0.003 -0.005
Si 6.792 -6.779 10.907 0.001 -0.002 -0.003
Si 9.507 -4.061 10.9 0.008 0.003 0
Si 12.213 -1.344 10.862 0.007 0.004 0.005
Si 14.936 1.375 10.842 0 0 -0.002
Si 12.211 4.098 10.862 -0.001 -0.011 -0.001
Si 14.922 -9.497 10.863 0.007 0.005 0.005
Si 12.204 -6.78 10.884 0.004 -0.009 0.004
Si 14.917 -4.058 10.836 0.006 -0.002 -0.005
Si 17.655 -1.335 10.829 -0.005 -0.008 -0.003
Si 20.38 1.377 10.818 0.01 0.005 0
Si 17.654 4.089 10.837 -0.002 0.011 -0.003
Si 20.383 -9.515 10.809 -0.01 -0.006 -0.004
Si 17.645 -6.787 10.822 -0.002 -0.022 -0.002
Si 20.384 -4.054 10.808 -0.014 -0.003 -0.006
Si 23.102 -1.336 10.812 -0.008 0.001 0.011
Si 25.827 1.39 10.785 0.002 -0.001 0.002
Si 23.112 4.098 10.795 0.013 -0.001 0.001
Si 25.835 -9.494 10.786 -0.008 0.004 0.002
Si 23.116 -6.78 10.806 -0.002 -0.004 0.006
Si 25.827 -4.053 10.785 0.003 0.007 -0.003
Si 28.544 -1.329 10.767 -0.003 0.009 -0.007
Si 31.275 1.382 10.773 -0.006 0.005 -0.006
Si 28.559 4.104 10.784 -0.005 -0.017 0.001
Si 31.264 -9.513 10.792 0.012 0.009 -0.004
Si 28.545 -6.785 10.786 0.008 0.006 0
Si 31.264 -4.058 10.765 0 0.002 -0.009
Si -31.277 -1.355 10.793 0 -0.01 -0.003
Si -28.54 1.346 10.817 0.003 0.005 -0.01
Si -31.281 4.075 10.794 0.001 0.013 -0.004
Si -28.539 6.765 10.802 -0.005 0.002 -0.012
Si -31.269 9.506 10.798 0.003 0.001 0.001
Si -28.528 -4.1 10.841 -0.004 -0.001 -0.001
Si -25.782 -1.385 10.868 0.005 -0.005 -0.004
Si -23.051 1.318 10.892 -0.005 -0.01 -0.003
Si -25.795 4.042 10.842 0.001 -0.006 -0.007
Si -23.062 6.745 10.9 -0.013 -0.003 0.006
Si -25.792 9.469 10.859 -0.012 0.007 -0.002
Si -23.042 -4.135 10.887 -0.003 0.012 -0.003
Si -20.318 -1.403 10.908 0.006 -0.014 0.001
Si -17.619 1.315 10.92 0.001 -0.005 -0.004
Si -20.336 4.026 10.935 -0.021 0.009 0.006
Si -17.618 6.739 10.944 0.001 0.009 0
Si -20.326 9.463 10.923 0.008 0 0.006
Si -17.61 -4.134 10.921 -0.007 0.001 -0.004
Si -14.909 -1.408 10.928 -0.002 0.006 0.004
Si -12.209 1.308 10.921 0.007 -0.004 0
Si -14.913 4.031 10.929 -0.005 -0.008 0.002
Si -12.209 6.75 10.916 -0.002 0.002 0.002
Si -14.905 9.467 10.936 0.008 0 -0.002
Si -12.204 -4.13 10.93 0.004 -0.002 0.001
Si -9.509 -1.396 10.935 0.002 -0.002 0.006
Si -6.808 1.333 10.913 0.004 -0.001 -0.001
Si -9.506 4.035 10.907 0.007 0 0.003
Si -6.796 6.766 10.909 0.001 -0.005 0.004
Si -9.514 9.48 10.911 0.001 0.005 -0.002
Si -6.81 -4.102 10.92 -0.009 -0.008 -0.001
Si -4.102 -1.372 10.915 0.006 0.012 0.004
Si -1.387 1.36 10.92 0.005 -0.003 0.004
Si -4.099 4.063 10.925 0 0 0.006
Si -1.37 6.807 10.933 0.008 -0.004 0.004
Si -4.081 9.505 10.922 0.004 -0.006 0.001
Si -1.373 -4.086 10.91 0.008 0.01 -0.001
Si 2.711 0.011 12.269 -0.01 -0.003 0.001
Si 5.442 2.751 12.277 -0.003 0.015 0.002
Si 2.718 5.474 12.286 0.009 -0.001 -0.002
Si 5.439 -8.143 12.266 -0.004 -0.013 0
Si 2.706 -5.416 12.272 -0.002 0.007 -0.003
Si 5.432 -2.711 12.283 -0.009 -0.004 0.007
Si 8.152 0.033 12.269 0.008 0.004 0
Si 10.86 2.734 12.229 -0.004 -0.002 -0.006
Si 8.142 5.469 12.243 0.004 0.001 -0.009
Si 10.849 -8.142 12.255 -0.006 -0.01 0.002
Si 8.157 -5.428 12.268 -0.007 -0.002 0
Si 10.869 -2.695 12.251 0.005 0 -0.003
Si 13.581 0.015 12.209 0.009 0.004 0.002
Si 16.289 2.736 12.207 0.004 -0.013 -0.005
Si 13.562 5.457 12.227 -0.006 -0.008 0
Si 16.291 -8.129 12.204 0.004 0.012 0.006
Si 13.574 -5.41 12.225 0.007 0.004 0.003
Si 16.288 -2.696 12.178 0 0 -0.005
Si 19.029 0.013 12.19 -0.007 0.006 0.006
Si 21.749 2.741 12.16 -0.005 0.004 -0.005
Si 19.024 5.454 12.182 0.001 0 -0.004
Si 21.75 -8.145 12.154 -0.004 -0.007 0.006
Si 19.025 -5.421 12.153 0.003 0.013 -0.013
Si 21.742 -2.699 12.172 -0.004 -0.012 0.002
Si 24.471 0.028 12.151 0.004 0.007 0.001
Si 27.19 2.75 12.132 0.006 0.008 -0.004
Si 24.475 5.464 12.143 0 0.003 -0.004
Si 27.183 -8.135 12.159 0.005 0 -0.001
Si 24.48 -5.417 12.164 0.001 0.009 -0.002
Si 27.182 -2.687 12.134 -0.003 -0.014 -0.001
Si 29.895 0.034 12.126 0.003 -0.012 0.002
Si 32.622 2.735 12.152 0.014 -0.007 0.004
Si 29.902 5.462 12.164 0.009 0.005 -0.001
Si 32.636 -8.168 12.141 -0.008 0.004 0.005
Si 29.905 -5.417 12.129 0.001 0 0.001
Si 32.629 -2.72 12.128 -0.008 -0.003 0.005
Si -29.916 -0.005 12.163 0.006 -0.011 0.008
Si -27.165 2.683 12.177 0 0.007 -0.001
Si -29.918 5.425 12.151 0.009 -0.003 -0.002
Si -27.166 8.088 12.18 -0.015 -0.01 0
Si -29.897 10.839 12.165 0.001 -0.003 0.006
Si -27.151 -2.754 12.202 0.015 0.009 0
Si -24.413 -0.048 12.234 -0.004 0.006 0.004
Si -21.705 2.662 12.283 0 -0.008 0.006
Si -24.435 5.372 12.229 -0.012 -0.006 0.002
Si -21.693 8.092 12.266 -0.012 0.009 -0.003
Si -24.418 10.818 12.222 0.013 0.003 0
Si -21.672 -2.788 12.245 -0.002 -0.001 0.002
Si -18.972 -0.047 12.287 0.002 0.012 0.006
Si -16.273 2.671 12.294 -0.004 0.002 -0.007
Si -18.984 5.381 12.311 0.009 -0.005 0.001
Si -16.264 8.105 12.303 -0.002 0.003 -0.002
Si -18.96 10.817 12.281 0.002 0.008 -0.004
Si -16.275 -2.762 12.29 0.002 -0.015 -0.008
Si -13.566 -0.045 12.299 -0.01 -0.006 0.001
Si -10.863 2.68 12.28 -0.006 -0.007 -0.003
Si -13.56 5.394 12.296 0.005 0.005 0.001
Si -10.863 8.122 12.282 0.004 0.005 0
Si -13.559 10.834 12.305 -0.002 0.01 0.002
Si -10.865 -2.756 12.301 -0.001 0 0.006
Si -8.149 -0.027 12.294 0.004 0.011 -0.003
Si -5.459 2.7 12.281 -0.011 -0.01 -0.003
Si -8.15 5.404 12.267 -0.004 0.004 -0.009
Si -5.443 8.145 12.266 0.001 0 -0.003
Si -8.171 10.861 12.274 0.005 -0.003 -0.007
Si -5.449 -2.734 12.282 0 0.005 -0.005
Si -2.753 0.004 12.272 0.002 -0.003 -0.001
Si -0.012 2.727 12.26 0 0.002 -0.007
Si -2.737 5.443 12.273 0.001 -0.003 0.001
Si -0.005 8.18 12.287 -0.002 0.008 -0.003
Si -2.717 -5.447 12.283 -0.001 -0.001 -0.004
Si -0.02 -2.718 12.268 0.002 -0.014 0
Si 1.354 1.381 13.616 -0.002 0.001 0.002
Si 4.094 4.124 13.637 -0.003 0.001 0.003
Si 1.365 6.839 13.651 -0.006 0.008 0.007
Si 4.079 -6.777 13.61 -0.002 0.01 0
Si 1.342 -4.064 13.634 0.002 -0.001 0.007
Si 4.065 -1.35 13.633 0.003 0.003 0.005
Si 6.802 1.396 13.645 -0.002 0.002 0.005
Si 9.502 4.1 13.581 -0.004 0.004 -0.008
Si 6.806 -9.492 13.628 0 -0.006 0.006
Si 9.505 -6.789 13.644 0 -0.009 0.001
Si 6.806 -4.072 13.634 0.01 -0.01 0.002
Si 9.52 -1.329 13.62 -0.002 0.002 0
Si 12.224 1.368 13.577 0.001 0 0.003
Si 14.916 4.085 13.58 -0.002 0.012 0.002
Si 12.201 -9.517 13.606 0.006 0.003 0.006
Si 14.945 -6.763 13.578 0.005 -0.008 0.015
Si 12.223 -4.063 13.613 0.004 0.005 0.007
Si 14.932 -1.359 13.561 0.005 0 0.001
Si 17.66 1.369 13.546 -0.009 0.008 -0.003
Si 20.397 4.096 13.531 0 -0.003 -0.002
Si 17.661 -9.5 13.538 0.009 -0.012 0
Si 20.397 -6.769 13.505 -0.016 0.004 0.003
Si 17.666 -4.06 13.504 -0.007 -0.015 -0.008
Si 20.393 -1.35 13.554 -0.002 0.001 0.016
Si 23.11 1.38 13.513 -0.005 0 0.001
Si 25.839 4.105 13.494 0.01 -0.01 -0.001
Si 23.115 -9.504 13.506 0.011 -0.013 0.006
Si 25.836 -6.777 13.537 0.004 -0.007 0.009
Si 23.116 -4.055 13.519 -0.013 -0.007 0.002
Si 25.829 -1.33 13.51 0.003 0.005 0.003
Si 28.535 1.396 13.499 -0.006 0.001 -0.005
Si 31.26 4.099 13.524 -0.002 0.005 -0.001
Si 28.528 -9.503 13.525 -0.006 0.011 0.008
Si 31.268 -6.794 13.467 0.009 0.01 -0.004
Si 28.525 -4.066 13.482 0.005 0.004 0.001
Si 31.251 -1.348 13.457 -0.002 0.006 -0.005
Si 33.985 1.37 13.501 -0.014 0.009 0.005
Si -28.542 4.061 13.486 -0.004 0 -0.015
Si 33.981 -9.544 13.502 0.012 0.005 0.003
Si -28.542 9.442 13.513 0.018 0.004 -0.002
Si 33.987 -4.109 13.468 0.005 -0.002 -0.006
Si -28.533 -1.368 13.508 -0.007 0 -0.001
Si -25.796 1.33 13.545 0.003 -0.003 -0.004
Si -23.089 4.022 13.622 -0.026 0.015 0.002
Si -25.815 6.726 13.56 0.004 -0.007 -0.002
Si -23.058 9.46 13.598 -0.013 0.004 0.01
Si -25.787 -4.135 13.557 -0.017 0.003 0.01
Si -23.042 -1.429 13.576 0.007 -0.012 -0.003
Si -20.342 1.3 13.649 -0.011 -0.005 0.006
Si -17.63 4.012 13.675 0.008 -0.014 0.007
Si -20.358 6.737 13.668 -0.009 0.013 0.015
Si -17.626 9.458 13.669 0.001 0.003 0.005
Si -20.32 -4.143 13.627 0.013 -0.011 -0.001
Si -17.622 -1.403 13.669 -0.006 -0.005 0.002
Si -14.93 1.309 13.668 -0.004 0.011 0
Si -12.217 4.024 13.664 0.013 -0.006 0.01
Si -14.916 6.748 13.672 -0.006 0.001 -0.002
Si -12.199 9.479 13.673 -0.004 -0.006 0.013
Si -14.935 -4.127 13.655 -0.008 0.011 -0.002
Si -12.227 -1.406 13.674 -0.002 0.004 0.009
Si -9.507 1.34 13.652 0.004 -0.01 0.004
Si -6.796 4.07 13.65 0.001 -0.002 -0.004
Si -9.503 6.757 13.631 0.017 -0.011 -0.001
Si -6.798 9.513 13.618 -0.014 0.012 -0.004
Si -9.503 -4.103 13.668 0.004 -0.001 0.001
Si -6.785 -1.371 13.666 0.003 -0.012 0.01
Si -4.104 1.355 13.652 0.003 0.007 0.005
Si -1.366 4.086 13.613 0.013 -0.007 0.002
Si -4.077 6.817 13.64 -0.009 0.009 0.01
Si -1.348 9.54 13.665 0.021 -0.007 0.002
Si -4.076 -4.084 13.636 0.006 -0.007 -0.002
Si -1.384 -1.351 13.612 0.001 0.014 -0.003
Si -0.026 0.023 14.949 0.002 -0.015 0.003
Si 2.716 2.757 14.962 0.005 0 0.003
Si -0.017 5.458 14.966 -0.005 -0.007 -0.005
Si 2.73 8.223 15.003 0.007 -0.011 0.009
Si 0.014 -5.411 15.035 -0.009 0.006 0.001
Si 2.696 -2.707 14.992 -0.002 -0.005 0.002
Si 5.425 0.021 14.979 -0.005 -0.011 0.005
Si 8.181 2.77 14.991 0.01 0.015 0.005
Si 5.461 5.484 15.005 -0.016 -0.011 0.002
Si 8.156 -8.154 15.023 0.009 0.009 0.01
Si 5.451 -5.455 14.98 0 0.001 0.003
Si 8.167 -2.695 14.977 0.006 0 0.003
Si 10.899 0.019 14.978 -0.009 0.003 0.006
Si 13.548 2.725 14.959 -0.003 0.001 0.008
Si 10.834 5.431 14.975 -0.012 -0.007 0.001
Si 13.573 -8.132 14.921 -0.009 -0.002 0.003
Si 10.87 -5.419 14.992 0.004 -0.005 0.007
Si 13.587 -2.699 14.966 0.006 -0.003 0.01
Si 16.299 -0.002 14.899 0.009 0.004 -0.001
Si 19.042 2.724 14.884 -0.007 0.002 -0.005
Si 16.293 5.463 14.898 0.004 0.005 -0.004
Si 19.03 -8.113 14.86 -0.007 -0.001 0.003
Si 16.324 -5.375 14.904 0.013 0.01 0.005
Si 19.018 -2.736 14.887 -0.013 -0.001 0.005
Si 21.783 0.009 14.896 0.014 0.009 0.01
Si 24.481 2.749 14.843 0.009 0.006 -0.006
Si 21.767 5.462 14.877 -0.005 -0.01 0.002
Si 24.47 -8.158 14.879 -0.013 0.005 0
Si 21.771 -5.43 14.877 0.006 0 0
Si 24.467 -2.685 14.876 0.006 -0.004 0.006
Si 27.178 0.043 14.867 0.004 -0.001 0.003
Si 29.863 2.768 14.875 -0.013 0.01 0.003
Si 27.163 5.454 14.895 -0.007 -0.004 0.01
Si 29.9 -8.116 14.84 0.016 -0.001 -0.001
Si 27.191 -5.399 14.898 0.004 0.009 0.011
Si 29.889 -2.702 14.809 0.005 -0.001 0.003
Si 32.578 0.021 14.82 0.007 -0.011 0.015
Si 35.366 2.739 14.834 0.017 0.008 0.008
Si 32.622 5.45 14.896 -0.009 -0.005 0.019
Si 35.357 -8.226 14.869 0.018 -0.001 0.008
Si 32.639 -5.476 14.834 -0.004 -0.001 0.01
Si 35.356 -2.75 14.794 0.001 -0.002 0.008
Si -27.164 -0.02 14.88 -0.002 0.009 0.008
Si -24.469 2.66 14.963 -0.005 -0.009 0.005
Si -27.195 5.36 14.899 -0.005 -0.004 0.014
Si -24.427 8.062 14.906 -0.007 0.006 0.005
Si -27.154 10.775 14.856 -0.006 -0.015 0.003
Si -24.391 -2.798 14.917 0.011 -0.006 0.01
Si -21.704 -0.092 14.975 0.003 -0.009 0.003
Si -18.99 2.643 15.041 -0.001 0.004 0.002
Si -21.732 5.357 15.013 -0.004 -0.008 0.003
Si -18.994 8.102 15.034 0.009 -0.002 -0.002
Si -21.673 10.798 14.968 0.002 0.007 0.002
Si -18.987 -2.779 15.011 -0.006 -0.005 0.002
Si -16.274 -0.046 15.058 0.01 0.01 0.005
Si -13.59 2.673 15.039 0 0 0.001
Si -16.274 5.378 15.036 0.004 0.002 0
Si -13.559 8.113 15.034 0.002 0 0.004
Si -16.276 10.832 15.032 0.007 0.009 -0.005
Si -13.606 -2.765 15.034 -0.017 -0.01 0.003
Si -10.867 -0.021 15.012 -0.003 0 0.002
Si -8.156 2.714 15.016 0.009 0.021 0
Si -10.84 5.388 15.007 0.005 0.019 -0.004
Si -8.145 8.142 14.964 -0.008 -0.01 -0.007
Si -10.851 10.859 15.042 0.006 0 0.013
Si -8.138 -2.736 15.027 0.001 0.007 0
Si -5.433 -0.009 15.048 -0.008 0.003 0.003
Si -2.732 2.742 14.972 0.009 0.012 -0.008
Si -5.431 5.455 14.99 -0.008 -0.004 -0.007
Si -2.721 8.186 15.011 -0.009 0.002 0.003
Si -5.444 -5.444 14.982 -0.01 -0.014 0.001
Si -2.723 -2.705 14.988 -0.001 -0.015 0.005
O 1.235 -1.056 23.357 -0.465 0.02 0.134
O -0.336 -3.919 22.894 0.156 0.558 0.288
O 4.343 7.153 23.143 0.436 0.435 -0.225
O 3.022 0.386 22.178 -0.128 0.279 0.642
O 5.076 2.414 22.19 0.287 -0.264 0.44
O 2.298 -4.615 -6.109 -0.416 -0.352 0.147
O -1.75 2.657 -5.818 -0.179 0.344 -0.313
O 3.326 -4.196 23.04 0.068 -0.08 -0.061
O 5.37 -2.69 22.224 0.098 0.058 0.098
O 6.677 -0.721 23.112 -0.073 -0.039 0.381
O 11.553 -5.043 25.104 0.118 0.581 -0.355
O 15.461 1.3 25.87 -0.22 0.325 0.469
O 10.302 2.557 22.634 -0.139 0.409 0.22
O 6.654 4.139 23.314 0.01 0.195 -0.001
O 7.593 5.775 25.086 -0.215 0.127 0.168
O 8.939 6.364 22.877 -0.139 -0.56 -0.209
O 10.897 8.121 22.236 0.059 -0.176 0.275
O 8.495 -5.047 22.132 0.064 0.091 0.18
O 2.719 -2.442 24.981 0.573 0.109 0.232
O 7.756 -3.64 -6.137 -0.626 -0.356 0.085
O 16.856 -4.102 -2.905 -0.557 0.275 0.175
O 15.412 1.457 23.289 -0.256 -0.53 0.33
O 12.486 3.637 23.234 0.546 0.003 0.349
O 13.678 5.472 21.958 -0.004 0.184 0.23
O 15.647 6.653 22.961 0.649 -0.128 0.036
O 12.85 -4.184 -5.279 0.1 0.133 -0.554
O 12.635 -6.5 23.207 0.074 0.149 0.046
O 15.11 -1.171 -6.097 0.401 0.102 -0.423
O 18.482 -8.02 24.919 0.16 0.265 0.255
O 11.467 2.253 -5.707 -0.316 0.036 -0.175
O 19.43 1.482 -6.734 -0.074 0.182 0.399
O 18.39 5.564 24.797 0.272 -0.175 -0.223
O 19.395 1.237 22.607 -0.412 0.251 0.091
O 21.531 2.673 22.058 -0.112 -0.008 0.595
O 16.726 3.079 21.87 0.002 0.035 0.353
O 18.714 5.134 21.908 -0.259 -0.067 0.453
O 19.976 6.96 23.169 0.124 0.317 0.222
O 15.228 6.025 -6.513 -0.319 -0.503 0.238
O 15.435 -4.496 -0.885 -0.156 -0.246 -0.466
O 17.189 -7.211 22.809 -0.241 -0.502 -0.015
O 19.081 -5.45 22.179 -0.186 -0.169 0.466
O 20.769 -3.653 23.238 -0.288 0.313 0.039
O 22.988 -2.379 22.933 0.472 0.215 0.209
O 24.365 -0.244 22.115 0.208 0.001 0.119
O 24.76 6.152 22.823 -0.354 0.033 0.232
O 29.813 5.532 21.671 -0.107 -0.027 -0.118
O 24.45 7.663 -6.904 -0.281 -0.228 -0.375
O 22.828 4.543 23.19 -0.025 -0.295 0.488
O 25.009 1.819 23.395 0.4 0.267 0.221
O 23.259 -7.074 23.098 0.066 -0.594 0.179
O 24.677 -5.317 21.949 -0.049 0.155 0.075
O 25.776 -5 24.84 -0.379 0.048 -0.165
O 27.432 -0.307 24.499 -0.085 0.552 -0.333
O 32.282 2.431 22.108 0.116 -0.298 0.322
O 29.447 7.798 -5.708 -0.191 -0.339 0.266
O 28.675 3.539 22.853 -0.309 -0.441 0.131
O 28.294 4.778 -1.617 -0.427 0.234 0.02
O 31.207 7.246 23.006 0.164 0.431 0.398
O -28.17 -6.602 24.707 -0.47 0.025 -0.242
O 30.406 -4.293 26.253 0.273 -0.093 -0.219
O -31.057 -6.685 23.078 -0.154 -0.594 0.24
O 31.461 -3.122 22.793 -0.401 0.36 0.241
O -30.345 -0.773 -5.268 -0.606 -0.103 -0.24
O -29.896 -0.226 22.077 -0.145 0.095 0.8
O -27.76 1.465 22.339 0.39 -0.143 0.158
O -29.619 2.547 -6.668 -0.477 -0.251 0.122
O -31.28 4.09 23.243 -0.232 -0.239 0.307
O -28.122 -8.155 22.51 -0.234 0.421 -0.194
O -26.02 -6.967 23.153 0.273 -0.026 0.297
O 31.067 0.989 -6.247 0.428 0.056 0.287
O -29.869 -4.647 24.533 0.301 0.265 -0.468
O -27.483 -3.057 21.952 0.087 0.106 0.346
O -25.324 -7.609 -5.852 -0.464 0.5 0.24
O -23.442 -1.472 24.303 0.212 0.253 0.52
O -32.499 -5.292 -0.103 0.066 0.031 -0.177
O -24.476 5.334 22.204 0.189 -0.146 0.307
O -24.449 -5.619 21.784 0.097 -0.133 0.273
O -23.358 -3.776 23.032 -0.368 -0.266 0.293
O -27.025 2.513 -6.179 0.62 -0.277 0.279
O -26.38 -2.058 -3.564 -0.345 -0.063 0.222
O -16.814 0.055 -3.904 0.288 -0.513 0.206
O -21.202 -2.42 23.24 0.168 -0.3 0.022
O -19.825 -0.285 22.973 -0.079 0.375 -0.107
O -23.131 1.119 -1.388 -0.031 0.114 -0.091
O -21.97 2.465 22.241 -0.065 0.072 0.45
O -20.252 4.039 23.293 -0.1 -0.146 0.558
O -21.728 7.471 -6.689 -0.469 -0.216 -0.057
O -18.159 7.329 -1.209 0.472 0.121 -0.199
O -18.941 -5.566 22.418 0.106 -0.072 0.234
O -16.864 -4.05 23.241 0.109 -0.124 0.155
O -16.085 -5.516 -7.078 -0.012 -0.127 0.255
O -15.435 -1.846 23.142 0.047 0.378 0.001
O -13.595 -0.107 22.322 0.073 -0.081 0.178
O -11.303 0.619 25.681 -0.181 -0.564 0.196
O -12.072 3.133 25.732 0.524 -0.191 -0.104
O -16.367 2.699 21.932 -0.147 -0.057 0.034
O -12.775 5.599 22.993 0.053 -0.25 0.247
O -11.427 -4.099 23.08 0.13 -0.191 0.35
O -10.191 -1.82 23.125 0.048 0.173 0.159
O -9.277 -4.841 -5.535 0.359 -0.377 -0.116
O -7.739 -0.922 22.233 0.198 0.404 -0.176
O -7.498 1.717 23.11 -0.408 -0.43 0.45
O -12.385 -1.754 -5.753 0.016 -0.514 -0.092
O -5.508 2.776 21.955 -0.179 0.029 0.051
O -8.07 5.54 22.219 0.098 0.098 0.121
O -3.417 -6.775 23.715 -0.091 -0.127 0.278
O -9.312 4.446 -1.539 -0.417 0.246 -0.278
O -9.47 -6.962 23.344 0.172 0.164 0.448
O -8.028 -5.302 22.177 -0.283 -0.065 0.67
O -6.338 -3.271 22.609 0.454 -0.115 0.356
O -5.104 -1.106 23.099 0.321 0.225 0.734
O -2.842 0.168 22.357 -0.149 -0.049 0.553
O 5.107 8.003 25.459 0.224 0.316 -0.35
O -3.56 3.599 23.268 0.625 0.088 0.198
O -1.712 6.499 22.949 -0.698 0.238 0.061
O 0.017 8.147 21.985 -0.018 -0.265 0.591
O -2.502 -5.174 22.067 -0.153 0.152 0.293
O 9.889 -3.251 25.897 0.19 0.006 0.185
O -8.865 3.739 -6.419 -0.802 -0.311 0.205
O -3.726 -4.123 -4.932 0.449 -0.182 0.28
O -3.325 -7.104 -1.542 -0.107 0.051 -0.464
O 31.321 -8.127 -3.928 0.216 -0.335 0.261
O 15.585 -7.325 -3.389 0.217 0.377 0.411
O 5.003 -0.969 -4.506 0.198 -0.337 -0.009
O 8.849 4.198 -5.665 0.2 -0.184 -0.17
O 13.579 2.847 0.722 -0.213 0.067 0.797
O 10.955 -0.826 25.598 0.044 0.247 0.507
O 12.886 2.678 -3.549 0.55 -0.002 -0.313
O 12.586 -1.572 -5.475 -0.642 -0.065 -0.022
O 13.717 6.872 24.861 -0.261 -0.236 0.01
O -5.646 -0.587 -3.587 0.09 0.278 -0.291
O 4.124 -8.023 -3.263 -0.546 -0.239 0.032
O 8.232 -5.405 -4.204 0.252 0.085 0.626
O 7.407 -2.874 -3.631 -0.533 -0.219 0.148
O 22.309 4.093 26.267 -0.046 0.227 -0.178
O 6.474 4.225 -6.807 0.128 -0.256 0.275
O 1.963 4.569 25.772 0.659 -0.13 -0.26
O -10.892 -5.578 -0.474 -0.227 -0.194 -0.241
O -21.843 5.463 -0.298 -0.33 -0.137 -0.053
O 13.489 -2.729 -0.446 -0.146 0.181 -0.627
O 17.953 3.522 -1.316 -0.033 0.043 -0.032
O 20.831 -2.67 -3.813 0.793 -0.055 -0.007
O 14.603 2.078 -1.476 0.123 -0.121 -0.543
O 22.25 -2.567 25.404 0.065 -0.032 0.081
O -22.375 -4.036 -3.224 0.208 0.168 0.403
O 16.376 -8.111 -5.722 0.199 0.202 -0.736
O 21.768 -7.161 25.181 -0.522 0.191 -0.035
O 18.863 -1.106 -2.884 -0.146 -0.298 0.327
O 18.982 -4.351 -4.298 0.122 -0.227 -0.278
O 16.819 -2.986 -5.202 0.36 0.127 -0.5
O 2.148 -0.075 25.727 0.611 0.352 -0.348
O 22.837 -4.799 24.309 0.275 0.094 0.439
O -1.817 5.821 -5.578 -0.492 -0.177 0.378
O 26.787 -7.447 25.103 0.101 -0.403 0.051
O 27.923 6.971 -3.177 -0.021 0.134 -0.199
O -9.499 -4.058 -2.995 -0.262 -0.017 0.164
O 23.949 -4.132 -6.154 -0.183 0.088 0.427
O 30.95 7.287 25.633 0.249 0.429 -0.002
O 26.179 -4.511 -4.579 0.229 0.148 0.388
O 28.867 1.553 -5.047 -0.316 0.145 0.418
O 21.235 -0.102 -3.564 0.172 0.145 0.714
O 29.085 -2.28 -1.28 -0.044 -0.357 -0.524
O -30.632 -6.707 -4.007 -0.218 0.348 -0.183
O 29.03 -2.059 25.826 -0.09 0.122 0.17
O -25.818 2.698 26.008 0.154 0.673 -0.567
O 19.812 4.298 -5.251 0.436 -0.003 -0.123
O 24.367 -2.868 -3.795 -0.107 -0.033 -0.267
O 25.248 -6.611 -5.535 -0.001 0.319 -0.494
O -27.013 7.454 24.759 -0.049 -0.379 0.059
O 29.999 0.108 24.908 0.41 -0.148 -0.335
O -16.128 -0.118 -0.399 0.052 -0.011 -0.251
O -31.223 -3.229 -6.607 0.122 -0.13 0.652
O 29.069 -1.645 23.124 0.416 -0.494 0.135
O -31.355 -2.371 22.743 0.233 0.025 0.256
O 26.522 -6.988 -3.266 -0.325 0.273 0.449
O -31.115 7.567 -5.695 -0.772 -0.013 0.436
O 8.444 -1.283 24.96 0.014 -0.493 0.197
O -17.962 1.111 -1.612 -0.351 0.012 -0.094
O -31.03 6.555 -2.457 -0.104 0.466 -0.008
O -31.553 -5.773 -6.507 0.176 -0.69 0.352
O -29.744 6.187 22.876 -0.525 0.047 0.034
O -24.314 -0.227 -3.366 0.268 -0.344 -0.319
O -9.472 3.529 23.046 -0.282 -0.099 0.01
O 22.141 6.185 -5.701 0.315 -0.163 0.083
O -29.474 0.658 -3.262 -0.288 0.217 0.043
O -13.238 -2.316 -3.422 0.285 -0.476 -0.324
O -28.559 -3.762 -1.478 0.153 0.235 -0.547
O -18.276 -0.799 25.091 -0.166 -0.321 -0.113
O 22.412 6.114 -3.11 0.579 0.005 0.074
O -26.159 4.625 -2.965 0.288 0.257 -0.14
O -15.968 -0.2 26.284 -0.138 0.286 -0.163
O -21.295 -1.764 -4.302 -0.571 0.34 0.324
O -25.042 -4.211 -3.164 -0.442 0.203 0.564
O -29.002 -4.714 -6.658 -0.008 -0.346 -0.149
O 5.884 -7.441 -1.394 -0.082 0.143 -0.338
O 24.399 1.362 -6.517 -0.283 0.041 0.236
O -19.845 -3.944 -3.999 -0.207 -0.523 0.509
O -18.096 4.995 24.681 0.145 -0.245 -0.043
O 15.653 -3.461 25.422 0.118 0.198 -0.172
O -18.759 8.139 -3.633 0.515 0.193 0.008
O -20.855 3.41 25.888 0.079 0.062 -0.315
O 21.252 -8.06 -4.249 -0.345 -0.086 0.24
O -15.233 5.586 -3.052 -0.542 0.298 0.225
O -17.162 7.607 23.028 0.093 0.284 0.178
O -12.167 3.571 -5.884 -0.114 0.444 0.028
O -14.967 4.292 23.246 -0.169 -0.288 0.318
O -15.216 -6.974 23.182 -0.132 0.164 0.574
O -22.273 -6.247 -6.869 0.481 0.056 -0.583
O 8.619 -8.125 24.75 0.362 0.083 0.22
O -15.134 -3.725 -2.281 0.019 -0.128 -0.059
O 27.327 4.514 -4.025 0.02 -0.321 0.106
O -14.475 -3.81 24.606 -0.237 -0.441 -0.141
O -6.231 -0.434 26.044 0.276 -0.261 0.019
O -12.175 1.75 23.452 0.16 0.426 0.135
O -9.77 7.327 24.988 0.738 -0.189 -0.285
O -2.8 2.513 -3.53 0.357 0.503 -0.058
O 23.622 0.907 -4.191 0.227 -0.301 0.534
O -6.7 4.915 -5.51 0.021 0.425 0.485
O -8.952 6.351 -6.232 -0.109 0.136 0.444
O -7.857 2.792 -3.088 0.576 0.063 -0.018
O 2.574 -0.14 -4.451 0.41 0.519 -0.226
O 7.221 1.073 24.975 -0.703 -0.021 -0.049
O 1.345 -4.558 24.874 -0.158 0.06 0.686
O 25.811 1.235 -1.595 -0.096 0.416 -0.387
O 7.22 -1.648 -1.3 0.509 -0.376 -0.057
O -11.703 5.06 -3.751 0.457 -0.033 0.05
O 6.762 0.523 -5.953 -0.194 0.084 0.136
O -24.938 7.888 -3.326 -0.39 -0.24 -0.116
O 22.686 -6.793 -6.026 0.128 0.062 -0.556
O 30.626 -3.346 -3.301 0.082 0.159 -0.259
O -13.848 5.012 25.46 -0.524 0.097 0.232
O -27.09 -4.207 -4.905 -0.236 -0.281 0.199
O -15.227 -6.631 -1.425 -0.43 0.253 0.124
O 16.408 -2.625 22.096 0.108 0.197 0.375
O -9.568 -6.576 -3.716 -0.106 -0.201 -0.241
O -4.642 4.669 25.289 -0.646 0.104 -0.247
O 25.964 -1.276 -2.482 0.023 -0.148 -0.562
O -30.663 5.08 -6.415 0.048 -0.312 0.667
O 12.728 4.091 -1.332 -0.147 0.49 -0.313
O 0.156 4.089 -6.418 0.811 -0.015 0.194
O 7.408 -7.294 -5.899 -0.55 0.262 -0.276
O -12.655 -3.841 -1.354 0.095 -0.011 -0.552
O -27.968 1.043 -1.146 0.206 -0.27 0.055
O -15.96 1.516 -5.885 0.501 0.169 0.224
O 3.281 -2.134 -6.083 0.483 0.24 -0.482
O 22.515 4.503 -1.139 -0.186 -0.032 0.021
O -29.601 4.853 25.244 -0.138 0.183 0.437
O 4.251 3.24 -5.896 -0.522 -0.233 -0.11
O 1.175 -6.171 22.99 0.318 -0.041 0.547
O 10.583 -3.008 22.195 -0.11 -0.173 0.348
O 0.215 6.415 24.83 -0.024 0.465 -0.37
O 31.435 6.186 -5.605 0.157 0.021 -0.172
O -1.471 -2.8 -4.475 0.102 -0.659 0.353
O 9.812 -3.459 -4.427 0.535 -0.206 -0.62
O 2.214 -2.333 -0.325 0.167 -0.024 -0.416
O -28.755 7.271 -1.232 0.113 0.448 -0.067
O 11.849 -6.503 -6.148 -0.011 -0.089 0.098
O -6.983 5.29 -2.651 0.421 -0.169 -0.056
O 3.201 3.049 -3.491 -0.288 0.234 -0.408
O -16.425 -5.672 -3.435 -0.381 -0.285 -0.446
O 7.961 4.554 -3.179 -0.092 -0.395 0.41
O -24.184 -5.547 26.016 -0.171 0.057 -0.676
O 17.521 -6.031 -1.206 -0.339 0.087 -0.486
O 10.206 6.185 25.124 0.395 0.023 -0.278
O 20.681 1.99 26.102 -0.203 0.215 -0.349
O -6.673 7.362 -1.193 -0.283 0.508 -0.029
O 9.625 0.818 -1.193 -0.438 -0.552 -0.421
O -20.197 0.201 -5.892 -0.302 0.4 0.124
O 6.978 -6.584 23.454 -0.332 -0.004 0.318
O 7.788 6.475 -6.217 -0.024 0.18 0.365
O 18.356 -1.137 23.017 0.32 -0.331 0.358
O 6.946 -6.636 26.125 -0.028 0.527 0.234
O -7.917 0.327 -4.13 -0.122 0.127 -0.522
O -7.49 3.872 24.767 0.202 0.213 0.18
O 15.715 6.424 -3.937 -0.013 -0.532 0.21
O 15.909 -8.123 24.962 -0.273 0.42 0.683
O 15.038 7.236 -1.461 -0.101 0.366 -0.338
O -18.896 -1.943 -5.349 0.489 0.078 -0.682
O -6.255 -4.121 -5.516 -0.511 -0.127 0.571
O -16.212 -7.841 25.406 -0.602 0.083 0.29
O -28.802 5.156 -2.702 -0.304 -0.463 0.286
O -9.725 0.984 -2.408 0.068 -0.328 0.231
O 6.222 6.592 -2.858 0.514 0.27 -0.691
O -31.284 -6.756 25.605 -0.352 -0.24 0.21
O 0.063 -1.768 25.544 -0.24 -0.149 -0.51
O -19.646 1.341 25.074 -0.073 -0.111 -0.07
O 20.544 4.3 -2.785 0.013 0.276 0.182
O 25.467 5.524 -5.577 -0.637 0.159 0.321
O -21.507 -6.024 25.998 0.281 -0.281 -0.525
O -4.28 3.451 -5.437 0.065 0.386 0.138
O 31.742 1.397 -1.636 -0.041 0.311 -0.52
O 21.303 -5.367 -4.231 0.261 0.012 -0.041
O -5.108 1.969 24.844 -0.429 -0.048 -0.32
O 28.237 -1.113 -4.953 -0.408 -0.07 0.453
O 17.92 -3.43 -0.587 0.344 -0.084 0.333
O -10.752 7.498 -3.209 -0.04 0.197 -0.451
O 9.449 -1.454 -2.827 0.187 0.469 0.09
O 29.829 5.305 -3.7 0.158 -0.225 -0.095
O -11.393 7.063 -6.925 -0.149 -0.258 0.214
O -27.042 -5.521 -0.352 -0.032 0.146 -0.737
O 9.807 -3.716 -1.73 -0.108 0.017 -0.304
O 14.126 -5.656 25.225 -0.072 -0.162 0.829
O 31.663 -7.379 -6.454 -0.042 -0.103 -0.321
O -13.81 -4.846 -5.862 -0.354 0.427 0.377
O 19.865 1.719 -1.276 0.101 -0.108 -0.531
O -27.045 5.169 25.819 0.487 -0.189 -0.334
O -24.976 2.221 -2.853 -0.324 -0.127 -0.356
O -30.803 -4.412 -2.715 -0.391 0.193 -0.261
O -7.393 -1.902 24.465 -0.335 -0.35 0.012
O -30.743 -6.719 -1.359 0.415 -0.464 -0.374
O 22.61 0.995 24.548 -0.226 0.048 -0.647
O 28.187 3.998 25.311 -0.562 -0.165 0.007
O -10.143 -0.813 -6.619 0.062 -0.067 0.68
O -14.121 -1.676 -1.06 0.216 0.325 0.016
O 25.298 -3.571 -1.358 -0.212 -0.028 -0.426
O 29.522 3.011 -7.142 0.151 0.494 -0.444
O 27.834 -6.445 -5.431 0.374 0.474 0.081
O -19.207 7.14 -6.218 0.434 -0.192 -0.141
O 0.16 -0.263 -0.369 -0.12 0.24 -0.509
O 0.186 -0.669 -3.704 -0.044 -0.319 0.43
O 32.431 -6.063 -2.765 -0.066 0.236 -0.206
O 30.382 2.645 24.703 0.632 -0.228 -0.311
O 16.403 -0.747 -3.836 -0.063 0.325 -0.089
O -29.584 -5.103 21.795 0.184 -0.064 0.55
O -28.961 -7.32 -5.999 0.238 0.549 0.172
O 5.361 1.637 -4.066 -0.133 0.003 0.184
O -27.988 2.759 -3.208 -0.099 -0.016 -0.236
O -2.405 6.109 25.35 0.384 0.372 0.283
O -14.817 6.867 23.898 0.126 -0.028 -0.234
O -20.789 -7.326 23.247 0.031 0.114 0.375
O -6.758 -1.525 -5.788 0.107 0.542 -0.089
O -16.567 -2.629 25.427 -0.132 -0.35 0.41
O -23.539 4.286 -3.317 0.057 0.349 -0.353
O 18.993 -8.115 -0.461 0.196 -0.293 -0.536
O 26.999 7.511 -6.376 0.268 -0.074 -0.111
O -19.934 4.044 -1.378 0.054 -0.227 -0.237
O -27.808 -3.099 25.602 0.102 0.2 -0.528
O -10.717 -3.398 -7.128 -0.492 -0.32 -0.315
O -23.27 7.514 -1.297 -0.14 -0.119 -0.412
O -26.856 0.364 -3.308 -0.005 0.079 -0.712
O 11.91 -2.756 -3.202 0.21 0.161 0.437
O -12.227 1.354 -1.534 -0.593 0.257 -0.246
O -32.167 -0.52 -0.671 0.238 0.46 0.325
O -17.541 -4.309 -1.41 0.022 -0.223 -0.117
O -18.514 4.744 -3.519 0.355 0.32 -0.2
O 3.886 -6.774 -5.652 -0.336 -0.302 -0.331
O -0.696 -4.269 -1.158 -0.122 0.182 -0.259
O -9.017 4.889 -4.117 -0.445 0.126 -0.025
O -13.825 -6.267 -3.666 0.246 0.099 0.295
O 13.583 -0.531 25.333 0.052 -0.108 0.021
O -12.426 -7.077 -5.809 0.235 -0.221 0.186
O -11.568 -7.073 24.951 -0.17 -0.071 0.128
O 7.228 -0.177 -3.48 0.127 0.398 0.187
O -16.336 3.253 -3.295 -0.052 -0.363 0.213
O 1.116 3.34 22.965 0.251 -0.199 0.075
O -13.255 7.11 -3.742 0.288 0.313 0.002
O -7.167 0.781 -1.57 0.089 -0.12 -0.292
O -13.445 -5.492 22.138 -0.033 0.037 0.191
O -13.57 8.048 -0.414 0.101 0.025 -0.293
O 12.24 -1.397 23.328 0.49 0.031 -0.046
O -24.95 -2.809 -5.538 0.281 0.488 0.106
O -4.984 -6.445 -4.791 0.235 0.145 0.203
O 19.525 -0.9 -5.415 -0.394 -0.152 -0.063
O -0.963 1.765 23.268 -0.249 -0.116 0.549
O -26.168 3.459 23.028 0.233 -0.273 0.459
O 26.033 7.324 -1.513 -0.301 -0.27 -0.166
O 23.803 7.816 -4.412 0.412 -0.061 0.466
O 24.24 -6.732 25.608 -0.166 -0.462 0.427
O 16.754 -1.245 -1.279 -0.396 0.048 -0.067
O 18.941 2.488 -3.588 -0.247 -0.373 -0.636
O 22.918 6.83 24.665 0.134 0.171 -0.055
O 13.361 7.622 -3.38 -0.24 -0.436 -0.083
O -9.151 -2.086 -1.263 -0.098 -0.104 -0.428
O -20.229 6.565 24.074 -0.145 0.013 0.056
O 30.309 5.154 24.28 0.352 -0.192 0.108
O 0.977 -6.341 -1.014 0.226 -0.228 -0.266
O -26.994 5.484 -0.311 0.025 -0.137 -0.218
O 4.983 5.401 24.997 -0.274 -0.252 0.118
O -21.31 -0.425 -0.377 -0.293 -0.153 -0.305
O -20.222 -7.337 -1.464 -0.202 -0.168 -0.57
O -4.83 -1.454 -1.156 -0.375 -0.159 -0.023
O -5.268 5.27 -0.403 -0.213 0.08 -0.008
O -22.542 3.505 -5.751 0.042 -0.573 -0.198
O -2.354 -7.199 26.235 0.269 -0.465 -0.137
O 31.097 -1.009 -2.334 -0.113 0.21 -0.27
O -21.017 4.154 -3.755 0.128 0.046 -0.267
O -32.635 -0.906 -7.124 0.308 0.418 0.118
O -8.162 7.582 -3.333 -0.001 0.075 -0.577
O -3.669 3.179 -1.193 -0.044 -0.084 -0.347
O -28.3 0.23 -6.586 0.431 -0.133 0.088
O 1.739 3.701 -1.366 -0.22 0.2 -0.606
O 0.039 5.464 -0.451 0.327 0.018 -0.647
O -1.35 7.584 -1.202 -0.055 0.19 -0.29
O 4.35 6.688 -1.159 0.099 -0.588 -0.308
O -9.169 1.908 25.054 -0.271 -0.132 0.134
O -6.471 7.497 23.148 0.419 0.477 -0.093
O 3.961 -4.763 25.437 0.522 -0.267 -0.16
O 11.672 -0.899 -1.331 0.097 -0.37 -0.133
O 1.247 -4.57 -2.872 -0.201 0.458 -0.543
O -7.277 -3.934 -1.461 0.204 0.184 -0.534
O 5.355 0.083 -0.48 -0.126 0.147 -0.342
O -28.72 3.865 22.902 -0.019 0.125 -0.373
O 6.203 4.46 -1.267 -0.501 0.015 -0.027
O 17.433 1.04 -2.134 -0.279 -0.117 0.081
O 5.458 4.279 -3.814 -0.355 0.438 -0.16
O -11.5 5.756 26.07 -0.108 0.153 -0.009
O 8.036 -8.099 -0.173 0.247 0.188 -0.18
O 8.967 0.426 23.065 0.211 -0.012 -0.073
O 8.307 -7.967 -3.502 -0.347 0.002 -0.027
O -3.818 7.565 -5.489 -0.366 -0.375 -0.106
O -28.332 -2.26 -6.151 -0.026 0.103 0.399
O 7.991 2.721 -0.438 0.01 0.066 -0.557
O 20.355 -4.389 -1.904 -0.211 -0.064 -0.164
O -17.694 1.06 23.3 0.72 0.211 0.454
O 9.46 6.708 -1.584 0.3 -0.41 -0.13
O -2.852 2.803 25.788 0.599 0.224 -0.068
O -24.32 6.359 -5.389 0.222 -0.121 0.446
O 12.633 -7.298 -1.267 0.206 -0.084 -0.008
O 5.989 -6.508 -3.963 0.006 0.456 -0.012
O 10.855 -5.567 -0.406 -0.045 -0.233 -0.057
O -3.394 -1.737 -6.02 -0.705 -0.282 -0.508
O 24.344 2.874 -0.367 0.194 -0.016 -0.42
O 16.869 -5.639 -5.056 0.246 -0.014 -0.284
O -24.753 6.707 25.632 -0.057 0.334 -0.318
O -6.844 -7.297 25.305 -0.001 0.122 -0.212
O -23.988 -3.08 -0.426 0.2 0.05 -0.515
O 9.79 -8.044 -6.548 0.231 -0.451 0.27
O 29.088 -3.78 -5.172 -0.212 -0.349 -0.522
O 24.536 4.871 25.132 0.481 -0.017 0.345
O -14.29 -0.218 -4.688 0.028 0.449 0.138
O 28.758 7.284 24.222 -0.41 -0.412 0.381
O 27.434 -0.364 -0.478 -0.153 0.667 0.473
O -22.693 5.17 25.583 0.103 -0.117 -0.558
O -32.302 -4.644 24.131 -0.397 -0.215 0.267
O -3.484 0.831 -5.565 -0.31 0.058 -0.026
O 21.746 0.012 -0.538 -0.219 0.216 -0.612
O 2.768 6.948 25.278 -0.044 0.327 -0.305
O -19.243 -2.5 -0.439 -0.177 -0.162 -0.751
O 20.68 6.411 -1.223 -0.096 0.149 -0.023
O -22.897 -7.812 -4.74 -0.06 0.248 0.555
O 24.056 -7.806 -0.44 0.049 0.043 -0.552
O 22.05 -5.766 -0.551 0.357 -0.073 -0.482
O 30.229 0.354 21.985 -0.209 -0.092 0.51
O 10.99 0.869 -3.463 -0.153 -0.502 -0.233
O -3.812 0.613 -2.164 -0.033 -0.019 0.173
O 3.662 -5.333 -3.611 -0.274 0.068 -0.359
O -1.551 1.589 -1.353 0.266 0.338 -0.52
O -24.811 3.955 -0.922 0.274 -0.279 -0.047
O 15.097 -4.6 23.122 -0.192 -0.426 0.053
O -11.822 -0.117 -3.718 0.249 -0.223 -0.111
O 25.196 3.057 -4.652 -0.286 0.287 0.457
O 31.918 6.171 -1.353 -0.27 -0.435 -0.248
O 30.882 -7.737 -1.388 0.105 0.506 -0.014
O 29.946 -5.888 -3.345 -0.198 -0.072 0.175
O -4.735 7.333 25.125 0.252 0.292 0.159
O 27.088 -5.314 -0.523 -0.127 0.012 -0.629
O -3.255 -4.848 25.612 -0.15 0.366 0.023
O 31.488 -3.217 -0.933 0.243 0.255 -0.063
O -30.708 -2.722 -0.632 0.144 -0.229 0.009
O -1.326 -8 -6.115 -0.081 0.539 0.014
O -29.82 2.667 -0.33 -0.122 -0.084 -0.396
O -31.572 4.245 -1.38 0.227 -0.229 -0.6
O 13.341 0.669 -6.704 0.214 0.052 0.191
O -1.006 -5.837 24.523 0.246 0.031 0.062
O 17.708 5.872 -5.683 0.26 -0.144 0.274
O 6.54 3.458 25.857 -0.353 0.095 0.306
O -0.963 -6.401 -2.634 -0.175 0.183 -0.283
O -2.111 7.806 -3.62 0.061 -0.1 0.019
O 30.954 3.424 -5.104 0.095 -0.055 0.055
O 12.092 1.605 -1.286 -0.24 0.048 0.407
O 12.599 -6.168 -3.64 0.205 0.639 0.4
O 0.398 2.563 25.445 0.015 -0.297 0.11
O 12.279 -7.467 25.704 -0.597 -0.058 0.24
O 26.431 -3.499 22.783 0.394 0.179 -0.115
O -11.322 7.731 22.823 -0.164 0.07 0.057
O 28.164 -4.148 24.734 0.291 -0.429 -0.444
O -29.916 -1.942 -2.979 -0.027 0.044 -0.084
O -22.367 -3.612 25.416 0.277 0.225 0.4
O -8.131 2.65 -0.183 -0.065 -0.066 -0.099
O -20.689 5.019 -6.883 0.252 -0.475 0.429
O 21.473 2.404 -4.425 0.181 0.315 -0.306
O -17.793 -7.003 -5.75 0.239 -0.406 0.081
O -25.52 0.068 24.872 -0.564 0.397 0.053
O 32.45 4.898 -3.577 0.402 -0.24 -0.263
O -20.281 6.428 -2.483 -0.717 -0.031 -0.244
O 10.344 3.48 -3.675 -0.016 -0.02 0.097
O -19.383 -0.241 -3.381 -0.251 -0.269 0.522
O 10.885 3.114 25.218 -0.06 0.339 0.068
O -15.633 8.138 -3.595 -0.586 -0.056 -0.213
O 2.648 -8.054 -0.117 -0.213 -0.065 -0.13
O -22.332 7.753 25.166 -0.342 0.648 0.202
O 16.797 -5.743 24.912 0.485 0.35 -0.041
O -25.618 4.624 -6.803 0.326 -0.252 0.049
O -14.64 3.709 -1.327 0.513 -0.419 0.009
O -18.518 2.115 -3.951 -0.375 0.014 -0.397
O -5.758 -5.09 26.198 -0.296 0.561 -0.602
O 24.362 2.39 25.914 0.411 -0.256 0.31
O -22.55 1.873 -3.785 0.249 -0.505 -0.42
O -16.409 5.432 -0.408 -0.116 0.021 -0.163
O 29.961 2.945 -0.578 0.18 -0.194 0.046
O -21.785 -3.853 -5.802 0.075 0.246 -0.377
O 10.84 -7.99 -3.1 -0.093 0.285 0.072
O -21.876 -5.273 -0.436 -0.05 0.091 -0.52
O -15.173 6.358 -5.524 -0.257 -0.042 0.073
O -5.349 -5.57 -0.609 -0.045 -0.023 -0.421
O -6.35 8.023 -6.05 -0.255 0.117 0.25
O -10.849 -0.308 -0.235 -0.033 -0.111 -0.24
O -18.637 5.614 22.214 -0.308 -0.469 -0.433
O 8.963 -5.525 24.934 -0.071 0.216 -0.312
O -12.111 6.191 -1.427 0.21 -0.477 -0.063
O 16.827 3.288 24.64 -0.03 0.108 -0.379
O 21.677 0.321 -6.075 0.546 0.038 -0.215
O -9.342 -7.554 -1.311 0.331 -0.029 0.188
O -32.572 -2.185 25.025 -0.529 0.371 0.033
O 27.976 0.415 -2.886 0.782 0.414 0.271
O -17.27 -3.253 -3.793 0.173 0.594 -0.19
O 20.513 6.871 25.69 -0.168 -0.333 0.525
O 9.79 6.119 -4.065 0.059 0.174 -0.717
O 23.507 -1.675 -1.558 -0.253 0.055 -0.427
O 20.089 -6.795 -6.206 -0.478 -0.181 0.106
O 17.694 0.844 24.576 0.04 -0.272 0.615
O -25.458 -7.458 -1.007 -0.219 -0.516 -0.505
O -27.643 4.763 -4.981 -0.238 0.483 -0.139
O 2.639 5.387 22.249 0.21 0.003 0.601
O -1.133 -0.557 -5.785 0.328 0.152 0.056
O -17.402 3.687 -5.712 -0.058 0.548 -0.321
O 30.04 -5.198 21.956 -0.105 -0.078 0.279
O 20.178 -0.141 24.659 0.073 -0.488 0.142
O -2.701 -2.808 -0.373 -0.017 0.188 -0.4
O 14.467 -2.565 -3.972 0.211 -0.356 0.36
O -8.908 -0.425 26.197 -0.4 -0.305 0.115
O 28.233 -7.47 -1.36 0.444 -0.072 -0.329
O -7.699 -2.237 -3.447 0.276 -0.342 -0.07
O -12.624 -4.948 26.039 0.234 0.03 0.016
O 28.39 -6.678 23.135 -0.05 0.379 0.34
O 3.546 -4.165 -1.422 0.223 -0.472 0.007
O -23.587 -6.323 -2.466 0.482 0.208 0.043
O 16.314 5.336 -0.362 -0.287 0.07 -0.41
O 11.996 1.094 24.035 0.418 0.087 -0.006
O 26.723 7.796 22.656 -0.207 0.518 -0.05
O -23.894 0.717 22.916 0.143 0.236 0.443
O -11.62 -5.031 -4.33 -0.343 0.469 -0.065
O -9.724 -3.471 25.078 -0.138 -0.218 -0.183
O -25.658 -1.093 -1.299 -0.269 -0.064 -0.031
O -22.509 7.082 22.745 -0.148 0.143 0.244
O 3.538 1.803 -1.199 0.171 -0.237 -0.424
O -11.334 2.471 -3.724 0.623 0.155 0.04
O -13.787 3.47 -3.815 0.011 -0.241 -0.034
O 3.09 -2.685 -3.555 0.089 0.015 0.351
O -5.59 7.498 -3.59 0.302 -0.122 0.085
O 24.865 -0.113 25.133 -0.128 -0.379 0.309
O 1.37 1.418 -2.659 -0.633 -0.117 0.123
O -7.088 6.408 25.459 -0.235 -0.132 -0.119
O -20.408 -7.059 -5.256 -0.085 0.605 0.009
O 26.301 0.699 -4.823 0.091 0.08 -0.164
O 14.398 -6.327 -5.556 -0.119 0.282 -0.711
O -1.038 4.262 24.084 -0.242 0.031 -0.257
O 31.433 -5.016 -5.272 0.369 0.096 0.007
O -29.102 7.513 -3.88 0.442 0.042 -0.258
O 0.784 -2.476 -5.56 -0.032 -0.461 -0.031
O 0.676 1.644 -5.18 0.129 0.135 -0.208
O -12.167 -2.54 24.986 -0.227 0.325 0.044
O -3.498 -1.878 -3.351 0.187 -0.451 0.381
O 30.418 -1.683 -6.154 0.197 -0.167 0.385
O -31.921 -0.138 -3.261 -0.253 0.121 -0.43
O -18.178 -4.372 -6.018 -0.408 0.107 -0.49
O 15.877 5.572 25.406 -0.539 -0.132 0.524
O 25.729 -2.255 -6.023 -0.141 0.282 0.199
O -25.603 -1.346 22.767 0.087 -0.121 -0.1
O 27.019 3.557 -6.47 -0.16 -0.321 -0.267
O -13.872 1.201 25.43 -0.567 0.254 -0.204
O -27.97 2.219 24.71 -0.629 -0.182 -0.018
O -16.168 -1.015 -6.361 -0.179 -0.151 0.065
O -23.76 -5.337 -5.002 -0.014 -0.446 -0.289
O 26.114 -2.449 25.184 -0.36 -0.184 0.162
O -6.446 2.567 -6.558 0.199 -0.844 -0.132

Results
total energy: -406610.050 eV
total energy less fixed offsets of O -438.25, Si -107.07 eV per atom: 2.750 eV
